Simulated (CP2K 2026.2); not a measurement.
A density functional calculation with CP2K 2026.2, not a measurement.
Periodic cell of 3456 atoms, Si2304O1152, from a study of silicon, its oxide and their interface. The atomic structure is a simulated model.
Doubt: the forces sum to 6.68 eV/angstrom along one axis rather than to zero, so they err by at least 0.0019 eV/angstrom per atom on average; the grid cutoff is modest.

Settings: functional PBE; method Gaussian and plane waves; basis set DZVP-MOLOPT-SR-GTH; pseudopotentials GTH-PBE; grid cutoff 300 Ry, relative cutoff 40 Ry; k points Gamma only; occupations fixed; spin none; net charge 0.

Cell vectors (angstrom)
a	130.56	0	0
b	0	16.32	0
c	-1.9508	-4.0258	28.0531

Atoms: element, x, y, z (angstrom)
Si	1.67	-1.253	0.123
Si	4.793	0.785	0.265
Si	1.027	4.265	0.189
Si	4.437	6.359	0.069
Si	1.089	-6.805	0.117
Si	4.097	-4.487	-0.114
Si	6.888	-1.487	0.541
Si	10.032	0.877	0.075
Si	6.702	4.134	0.254
Si	9.435	6.85	0.356
Si	7.268	9.171	0.017
Si	9.095	12.665	0.227
Si	12.243	-1.385	0.091
Si	14.825	1.637	0.232
Si	12.736	4.023	0.038
Si	15.233	6.723	0.582
Si	12.187	9.076	0.218
Si	15.412	11.774	0.428
Si	3.039	-0.119	1.584
Si	5.653	2.523	1.561
Si	2.808	5.293	1.371
Si	5.56	8.048	1.298
Si	2.809	-5.725	1.384
Si	5.284	-2.899	1.482
Si	8.41	-0.077	1.594
Si	11.083	2.663	1.277
Si	8.258	5.268	1.557
Si	10.842	8.043	1.774
Si	8.157	10.856	1.443
Si	10.936	-2.811	1.467
Si	13.706	-0.079	1.451
Si	16.391	2.748	1.559
Si	13.651	5.423	1.673
Si	16.266	8.099	2.106
Si	13.696	10.537	1.494
Si	16.51	-2.942	1.739
Si	1.486	1.276	2.758
Si	4.138	3.906	2.783
Si	1.501	6.709	2.809
Si	4.2	9.323	2.773
Si	1.507	-4.164	2.707
Si	4.191	-1.516	2.998
Si	7.034	1.264	2.946
Si	9.679	3.895	2.803
Si	6.866	6.709	2.804
Si	9.504	9.54	2.932
Si	6.729	12.094	2.825
Si	9.679	-1.48	2.954
Si	12.33	1.281	2.823
Si	15.04	4.04	2.998
Si	12.248	6.688	3.044
Si	14.844	9.457	3.234
Si	12.292	12.036	2.765
Si	15.059	-1.449	2.859
Si	0.08	-0.073	4.102
Si	2.774	2.62	4.188
Si	0.122	5.418	4.223
Si	2.83	8.039	4.18
Si	0.067	-5.446	4.106
Si	2.76	-2.861	4.232
Si	5.597	-0.113	4.246
Si	8.332	2.628	4.279
Si	5.491	5.323	4.143
Si	8.181	8.068	4.224
Si	5.47	10.711	4.208
Si	8.185	-2.859	4.187
Si	11.001	-0.077	4.269
Si	13.66	2.61	4.272
Si	10.916	5.256	4.291
Si	13.546	8.015	4.477
Si	10.937	10.804	4.274
Si	13.646	-2.857	4.172
Si	1.304	-1.439	10.94
Si	4.041	1.257	10.94
Si	1.347	3.985	10.929
Si	4.145	6.644	11.007
Si	1.384	9.404	10.885
Si	4.056	-4.196	10.902
Si	6.803	-1.48	10.938
Si	9.509	1.217	11.077
Si	6.798	3.928	11.087
Si	9.485	6.592	11.037
Si	6.8	9.369	11.008
Si	9.535	-4.26	11.065
Si	12.238	-1.499	11.111
Si	14.953	1.183	11.19
Si	12.247	3.886	11.128
Si	14.949	6.658	11.16
Si	12.253	9.357	11.095
Si	14.982	-4.213	11.133
Si	2.669	-0.073	12.296
Si	5.368	2.553	12.378
Si	2.768	5.269	12.321
Si	5.5	8.001	12.399
Si	2.753	-5.593	12.256
Si	5.412	-2.834	12.233
Si	8.071	-0.129	12.376
Si	10.917	2.478	12.489
Si	8.159	5.266	12.486
Si	10.855	7.935	12.35
Si	8.153	10.688	12.393
Si	10.895	-2.897	12.418
Si	13.573	-0.206	12.558
Si	16.37	2.588	12.428
Si	13.592	5.255	12.499
Si	16.315	8.023	12.531
Si	13.666	10.689	12.454
Si	16.26	-2.855	12.586
Si	1.252	1.264	13.649
Si	4.014	3.845	13.805
Si	1.406	6.721	13.538
Si	4.166	-6.891	13.695
Si	1.271	-4.21	13.425
Si	4.065	-1.463	13.576
Si	6.612	1.14	13.786
Si	9.511	3.804	13.786
Si	6.82	6.664	13.878
Si	9.509	9.234	13.72
Si	6.733	-4.192	13.6
Si	9.461	-1.506	13.657
Si	12.235	1.113	13.956
Si	15.023	3.881	13.807
Si	12.118	6.582	13.786
Si	14.932	9.323	13.93
Si	12.333	-4.246	13.755
Si	14.87	-1.557	14.004
Si	-0.199	-0.092	14.901
Si	2.601	2.432	15.203
Si	0.13	5.146	14.7
Si	2.727	8.077	14.96
Si	0.043	-5.424	14.986
Si	2.573	-2.816	14.68
Si	5.228	-0.247	15.221
Si	8.071	2.438	15.062
Si	5.377	5.255	15.144
Si	8.303	7.936	15.307
Si	5.506	-5.478	15.088
Si	8.03	-2.817	14.945
Si	10.781	-0.345	15.191
Si	13.753	2.456	15.213
Si	10.882	5.108	15.184
Si	13.407	7.961	15.161
Si	10.894	10.668	14.902
Si	13.539	-3.032	15.425
Si	1.206	-1.526	16.049
Si	3.438	0.624	16.578
Si	1.53	4.171	16.358
Si	3.742	6.47	16.327
Si	1.71	-6.548	16.229
Si	3.751	-4.179	16.105
Si	6.88	-1.403	16.455
Si	9.119	0.79	16.372
Si	6.925	3.986	16.382
Si	9.331	6.092	16.638
Si	7.319	-6.511	16.348
Si	9.47	-4.25	16.023
Si	11.654	-2.125	16.532
Si	15.471	1.445	16.549
Si	12.601	4.031	16.426
Si	14.628	6.387	16.352
Si	12.182	9.52	16.466
Si	14.582	-4.733	16.857
Si	3.366	-0.549	-7.066
Si	3.777	1.449	19.632
Si	7.745	4.042	-2.606
Si	9.541	2.051	19.145
Si	-1.063	-5.878	-6.456
Si	6.436	0.301	-6.683
Si	6.903	1.723	-4.084
Si	13.186	2.983	-6.153
Si	8.146	-6.828	-2.842
Si	8.625	-5.862	20.628
Si	7.878	-2.379	-6.493
Si	3.688	7.047	19.349
Si	13.322	4.575	20.464
Si	12.83	-0.784	19.168
Si	11.51	7.519	-4.691
Si	12.406	-1.361	-5.165
Si	15.259	-5.589	19.692
Si	10.594	-5.389	-1.747
Si	17.413	0.613	-4.374
Si	0.909	0.936	20.593
Si	6.45	-5.838	18.883
Si	10.537	-6.41	-6.052
Si	3.408	4.383	20.684
Si	1.048	-6.915	-4.486
Si	14.787	-2.233	-6.66
Si	15.093	2.524	-4.066
Si	-0.184	2.89	18.415
Si	7.157	6.792	-3.761
Si	11.005	-4.053	-4.226
Si	14.3	-2.69	-1.916
Si	12.48	1.232	-4.002
Si	11.688	6.533	-1.594
Si	15.546	7.538	-2.299
Si	16.051	5.834	20.529
Si	16.383	-0.4	-1.667
Si	7.887	-4.131	-4.12
Si	5.49	-3.912	-2.474
Si	2.968	7.377	-5.523
Si	4.259	1.038	-2.666
Si	9.609	1.962	-2.843
Si	0.523	4.557	-2.747
Si	3.445	-5.759	-2.772
Si	3.163	-1.888	-2.521
Si	19.587	4.954	-4.353
Si	5.246	-3.189	18.351
Si	10.939	-7.366	19.302
Si	1.396	-7.281	19.28
Si	10.743	4.94	-6.385
Si	7.068	3.609	19.215
Si	18.076	-7.618	-1.711
Si	7.983	5.642	-6.569
Si	5.889	5.853	20.723
Si	1.789	1.979	-6.927
Si	15.023	-4.386	-4.432
Si	18.201	-1.97	0.408
Si	20.779	1.11	0.249
Si	17.452	4.434	0.236
Si	20.929	6.62	0.176
Si	17.464	9.582	0.888
Si	20.382	12.165	0.704
Si	22.75	-1.417	0.538
Si	25.921	1.01	0.283
Si	22.966	4.299	0.681
Si	25.645	6.571	0.243
Si	22.732	10.087	0.284
Si	26.07	-4.255	0.165
Si	28.187	-1.135	0.114
Si	31.098	1.439	0.171
Si	28.733	3.49	0.311
Si	31.523	6.59	0.358
Si	28.244	-6.621	0.293
Si	31.401	-4.126	0.309
Si	19.109	-0.087	1.524
Si	21.75	2.646	1.721
Si	19.159	5.506	1.444
Si	21.851	8.254	1.568
Si	19.06	10.793	1.985
Si	21.703	-2.813	2.01
Si	24.453	-0.201	1.631
Si	27.149	2.493	1.696
Si	24.527	5.413	1.915
Si	27.073	-8.268	1.497
Si	24.436	-5.313	1.561
Si	27.2	-2.729	1.529
Si	29.891	-0.113	1.46
Si	32.709	2.678	1.387
Si	29.833	5.326	1.409
Si	32.769	-8.316	1.706
Si	30.006	-5.606	1.504
Si	32.78	-2.829	1.633
Si	17.695	1.269	2.867
Si	20.34	4.056	2.943
Si	17.825	6.682	3.06
Si	20.473	9.374	3.117
Si	17.707	12.147	3.279
Si	20.353	-1.321	3.138
Si	23.152	1.252	2.998
Si	25.894	3.939	3.059
Si	23.138	6.891	3.049
Si	25.754	-6.842	2.867
Si	23.193	-4.138	3.152
Si	25.844	-1.486	2.997
Si	28.586	1.176	2.981
Si	31.287	3.998	2.798
Si	28.514	6.704	2.828
Si	31.336	-6.914	2.926
Si	28.631	-4.136	2.821
Si	31.293	-1.443	2.827
Si	16.352	-0.085	4.282
Si	19.014	2.641	4.296
Si	16.404	5.338	4.385
Si	19.101	8.038	4.457
Si	16.287	10.784	4.516
Si	19.057	-2.735	4.503
Si	21.788	-0.029	4.425
Si	24.49	2.61	4.366
Si	21.746	5.411	4.306
Si	24.496	-8.13	4.393
Si	21.814	-5.538	4.433
Si	24.529	-2.775	4.443
Si	27.212	-0.131	4.338
Si	29.963	2.637	4.228
Si	27.251	5.363	4.307
Si	29.919	-8.282	4.211
Si	27.209	-5.493	4.179
Si	29.954	-2.789	4.228
Si	17.66	-1.491	11.224
Si	20.408	1.234	11.154
Si	17.705	3.989	11.126
Si	20.394	6.699	11.145
Si	17.664	9.418	11.178
Si	20.373	-4.152	11.186
Si	23.106	-1.441	11.172
Si	25.809	1.246	11.066
Si	23.11	3.953	11.106
Si	25.812	-9.636	11.003
Si	23.124	-6.863	11.082
Si	25.843	-4.125	11.083
Si	28.566	-1.417	11.057
Si	31.29	1.295	11.054
Si	28.558	3.944	10.973
Si	31.292	-9.586	10.911
Si	28.588	-6.831	10.988
Si	31.289	-4.084	10.99
Si	19.097	-0.152	12.535
Si	21.735	2.626	12.501
Si	19.048	5.329	12.529
Si	21.775	8.092	12.427
Si	18.987	10.82	12.548
Si	21.754	-2.811	12.561
Si	24.458	-0.064	12.512
Si	27.202	2.59	12.367
Si	24.497	5.303	12.409
Si	27.16	-8.195	12.238
Si	24.449	-5.459	12.427
Si	27.203	-2.761	12.424
Si	29.908	-0.047	12.423
Si	32.688	2.643	12.377
Si	29.939	5.354	12.212
Si	32.667	-8.233	12.229
Si	29.956	-5.449	12.322
Si	32.589	-2.735	12.411
Si	17.757	1.288	13.787
Si	20.397	3.967	13.905
Si	17.711	6.702	13.89
Si	20.458	9.488	13.797
Si	17.572	-4.209	13.991
Si	20.378	-1.526	13.989
Si	23.028	1.255	13.887
Si	25.858	3.905	13.744
Si	23.125	6.681	13.72
Si	25.851	-6.85	13.637
Si	23.149	-4.14	13.915
Si	25.865	-1.409	13.843
Si	28.528	1.277	13.794
Si	31.327	4.087	13.606
Si	28.511	-9.617	13.448
Si	31.345	-6.87	13.553
Si	28.606	-4.118	13.721
Si	31.254	-1.369	13.807
Si	16.388	-0.088	15.064
Si	19.051	2.604	15.293
Si	16.331	5.302	15.181
Si	19.121	8.131	15.15
Si	16.252	10.677	15.399
Si	18.956	-2.877	15.383
Si	21.704	-0.108	15.35
Si	24.452	2.604	15.168
Si	21.752	5.399	15.177
Si	24.56	8.066	14.944
Si	21.792	10.794	15.265
Si	24.539	-2.765	15.258
Si	27.201	-0.042	15.268
Si	29.939	2.756	14.915
Si	27.288	5.363	14.893
Si	29.913	-8.286	14.667
Si	27.248	-5.575	14.978
Si	29.867	-2.676	15.158
Si	17.735	-1.222	16.564
Si	20.041	0.956	16.694
Si	17.517	3.834	16.594
Si	20.739	7.099	16.472
Si	18.002	9.601	16.581
Si	20.17	-4.451	16.653
Si	23.36	-1.199	16.622
Si	25.548	1.063	16.543
Si	23.428	4.324	16.374
Si	25.767	6.513	16.178
Si	23.093	9.152	16.347
Si	26.278	-3.953	16.319
Si	28.341	-1.6	16.652
Si	31.493	1.783	16.293
Si	28.905	4.36	16.216
Si	31.029	-9.695	16.101
Si	28.826	-6.876	16.129
Si	30.903	-4.446	16.196
Si	18.651	-1.826	-5.935
Si	20.15	1.703	19.688
Si	24.4	2.831	-1.685
Si	26.593	1.546	19.399
Si	10.595	6.016	19.639
Si	23.204	-5	20.564
Si	21.944	1.41	-2.53
Si	31.698	5.927	-3.68
Si	24.503	-7.81	-1.638
Si	28.468	-4.317	-6.448
Si	25.996	-2.871	-5.576
Si	20.572	6.608	19.442
Si	30.304	5.892	20.417
Si	31.594	1.402	19.154
Si	28.605	5.955	-3.661
Si	29.515	-3.298	20.661
Si	31.043	-5.097	19.018
Si	22.52	-4.952	-3.805
Si	31.81	-1.211	20.488
Si	20.02	3.898	-7.071
Si	24.496	-5.317	18.182
Si	27.604	-7.621	-2.354
Si	18.48	4.401	19.57
Si	17.912	-4.749	-4.994
Si	33.048	-0.131	-5.037
Si	32.206	-0.553	-2.011
Si	12.369	2.315	19.062
Si	20.242	7.383	-2.793
Si	25.075	-3.32	-2.785
Si	29.904	-2.608	-1.602
Si	28.209	-0.92	19.689
Si	26.797	4.463	-1.88
Si	31.927	-7.893	-1.998
Si	30.214	-8.072	18.354
Si	34.185	-3.023	-5.851
Si	23.986	-7.492	-4.553
Si	21.585	-2.447	-4.974
Si	14.258	-7.425	-4.748
Si	23.498	-3.159	-7.07
Si	23.021	-1.45	-2.378
Si	16.957	4.691	-2.729
Si	20.033	-6.045	-3.119
Si	20.148	2.184	-4.707
Si	35.054	1.867	-4.4
Si	22.313	-3.308	18.48
Si	27.045	-6.816	-5.089
Si	16.177	-8.239	18.572
Si	27.202	6.611	-6.169
Si	28.254	3.985	19.192
Si	36.114	-5.002	-4.56
Si	24.413	6.874	-6.642
Si	23.274	4.982	19.277
Si	15.806	-0.662	18.803
Si	31.16	-4.998	-2.501
Si	34.225	-1.691	0.177
Si	37.362	0.702	0.039
Si	33.813	4.426	0.193
Si	36.768	7.074	0.247
Si	34.215	-7.401	0.071
Si	36.526	-3.807	0.208
Si	39.529	-1.487	0.624
Si	42.628	0.845	0.424
Si	39.56	3.978	0.38
Si	41.28	7.157	0.187
Si	39.204	-6.837	0.368
Si	41.634	-3.679	0.161
Si	44.947	-1.222	0.495
Si	47.52	1.374	0.669
Si	45.275	3.47	0.289
Si	47.774	6.407	0.324
Si	44.692	-6.732	0.49
Si	47.518	-4.35	0.202
Si	35.485	-0.083	1.357
Si	38.144	2.493	1.454
Si	35.515	5.416	1.467
Si	38.001	-8.128	1.849
Si	35.312	-5.553	1.314
Si	38.001	-2.796	1.752
Si	40.928	-0.067	1.769
Si	43.584	2.59	1.67
Si	40.614	5.535	1.757
Si	43.22	-8.257	1.417
Si	40.566	-5.285	1.535
Si	43.479	-2.795	1.507
Si	46.213	0.002	1.989
Si	49.025	2.796	1.678
Si	46.155	5.28	1.546
Si	48.77	-8.224	1.629
Si	46.072	-5.375	1.753
Si	48.725	-2.684	1.471
Si	34.093	1.308	2.728
Si	36.767	3.931	2.803
Si	34.164	6.674	2.992
Si	36.593	-6.729	2.98
Si	34.088	-4.238	2.905
Si	36.673	-1.354	2.97
Si	39.51	1.339	2.982
Si	42.162	4.096	2.9
Si	39.338	6.819	3.167
Si	41.983	-6.774	2.836
Si	39.353	-4.099	3.102
Si	42.246	-1.456	3.057
Si	44.825	1.371	3.221
Si	47.579	4.109	3.007
Si	44.712	6.737	2.795
Si	47.451	-6.83	2.982
Si	44.732	-4.046	3.054
Si	47.565	-1.46	3.118
Si	32.687	-0.044	4.131
Si	35.382	2.64	4.197
Si	32.668	5.323	4.221
Si	35.371	-8.186	4.355
Si	32.666	-5.519	4.278
Si	35.368	-2.792	4.293
Si	38.103	-0.027	4.304
Si	40.817	2.743	4.314
Si	38.015	5.316	4.323
Si	40.76	-8.103	4.373
Si	38.01	-5.473	4.399
Si	40.787	-2.749	4.386
Si	43.487	-0.05	4.476
Si	46.252	2.762	4.426
Si	43.485	5.429	4.307
Si	46.073	-8.218	4.252
Si	43.389	-5.496	4.306
Si	46.135	-2.742	4.43
Si	34.028	-1.391	11.121
Si	36.742	1.328	11.163
Si	34.052	4.015	11.053
Si	36.741	-9.563	11.064
Si	33.986	-6.834	10.919
Si	36.71	-4.073	11.083
Si	39.487	-1.319	11.206
Si	42.131	1.372	11.193
Si	39.445	4.045	11.166
Si	42.143	-9.492	11.18
Si	39.43	-6.786	11.172
Si	42.201	-4.041	11.222
Si	44.871	-1.341	11.099
Si	47.589	1.412	11.022
Si	44.855	4.114	11.153
Si	47.647	-9.432	11.16
Si	44.88	-6.73	11.199
Si	47.614	-4.057	11.027
Si	35.4	-0.051	12.522
Si	38.141	2.637	12.551
Si	35.411	5.382	12.421
Si	38.03	-8.176	12.464
Si	35.255	-5.446	12.305
Si	38.079	-2.709	12.456
Si	40.855	0.015	12.66
Si	43.475	2.762	12.531
Si	40.763	5.46	12.515
Si	43.487	-8.092	12.537
Si	40.81	-5.415	12.542
Si	43.602	-2.666	12.587
Si	46.2	0.091	12.386
Si	48.973	2.807	12.295
Si	46.236	5.519	12.443
Si	49.075	-8.125	12.571
Si	46.297	-5.33	12.497
Si	49.009	-2.663	12.271
Si	33.984	1.292	13.831
Si	36.784	4.047	13.823
Si	33.985	-9.537	13.65
Si	36.517	-6.82	13.671
Si	33.911	-4.143	13.717
Si	36.787	-1.41	13.908
Si	39.45	1.316	14.073
Si	42.111	4.134	13.911
Si	39.427	-9.476	13.875
Si	42.165	-6.725	13.96
Si	39.42	-4.026	13.833
Si	42.291	-1.329	14.032
Si	44.839	1.382	13.86
Si	47.628	4.131	13.702
Si	44.894	-9.446	13.83
Si	47.727	-6.62	13.822
Si	45.056	-3.931	13.963
Si	47.667	-1.256	13.577
Si	32.561	-0.038	15.238
Si	35.417	2.676	15.119
Si	32.684	5.439	14.996
Si	35.149	-8.155	15.1
Si	32.572	-5.554	15.053
Si	35.261	-2.785	15.053
Si	38.143	-0.157	15.479
Si	40.745	2.821	15.395
Si	38.037	5.463	15.225
Si	40.734	-8.076	15.318
Si	37.874	-5.413	14.926
Si	40.829	-2.73	15.256
Si	43.616	0.096	15.492
Si	46.253	2.826	15.05
Si	43.499	5.567	15.215
Si	46.355	-8.064	15.05
Si	43.676	-5.353	15.25
Si	46.49	-2.413	15.201
Si	34.168	-1.273	16.438
Si	36.403	1.045	16.49
Si	33.86	3.916	16.316
Si	36.696	-9.299	16.367
Si	34.016	-6.644	16.584
Si	36.302	-4.408	16.335
Si	39.703	-1.414	16.929
Si	42.396	1.794	16.728
Si	39.642	4.522	16.681
Si	41.964	-9.631	16.645
Si	38.806	-7.03	16.244
Si	42.062	-4.275	16.563
Si	45.553	-0.772	16.664
Si	47.72	1.433	16.178
Si	44.699	3.96	16.42
Si	47.758	-9.407	16.328
Si	45.151	-6.685	16.489
Si	48.314	-3.291	16.408
Si	36.161	-4.193	19.355
Si	36.177	1.007	19.473
Si	43.861	3.772	-2.506
Si	41.083	0.561	19.156
Si	26.165	6.342	19.142
Si	41.501	0.267	-4.65
Si	39.645	2.28	-3.728
Si	44.366	1.37	-4.383
Si	42.929	-7.25	-4.214
Si	43.913	7.843	18.84
Si	40.139	-1.215	-6.71
Si	35.328	5.437	18.645
Si	47.949	4.011	20.621
Si	49.204	2.407	-6.392
Si	44.496	6.653	-3.413
Si	46.275	-1.115	-4.6
Si	46.606	-4.701	18.326
Si	43.103	-5.354	-1.946
Si	45.15	-2.386	19.401
Si	36.086	4.629	-4.999
Si	40.352	-6.023	18.283
Si	46.001	5.636	18.66
Si	35.373	-6.83	-7.044
Si	31.502	-4.588	-5.533
Si	51.833	7.286	20.081
Si	49.153	0.013	-4.718
Si	32.147	4.842	-6.567
Si	38.601	1.601	20.864
Si	44.882	-5.03	-4.243
Si	46.733	-2.396	-1.876
Si	41.375	2.564	-1.444
Si	46.211	8.044	-1.506
Si	49.821	7.885	-2.627
Si	50.151	-6.7	-4.743
Si	49.794	-1.536	-2.343
Si	41.107	-5.958	-6.307
Si	37.68	-5.496	-2.033
Si	33.89	2.407	20.635
Si	37.317	0.532	-3.034
Si	39.175	6.055	-1.604
Si	34.133	4.182	-2.812
Si	39.033	-4.494	-4.361
Si	39.274	-1.49	-3.985
Si	52.088	5.289	-4.876
Si	40.711	-3.276	18.874
Si	40.185	-7.375	20.688
Si	33.627	-6.091	19.628
Si	42.379	-1.674	20.71
Si	49.369	5.607	-6.115
Si	55.821	3.578	-2.714
Si	39.134	5.271	-4.5
Si	38.139	4.403	19.494
Si	34.491	-1.691	19.415
Si	44.826	-2.95	-6.568
Si	49.678	-0.789	0.402
Si	52.835	1.232	-0.061
Si	50.218	4.393	0.354
Si	53.208	6.434	0.355
Si	49.681	-6.7	0.116
Si	53.094	-4.491	0.069
Si	55.987	-1.781	0.008
Si	58.678	1.057	-0.017
Si	55.425	4.204	0.261
Si	58.491	6.575	0.179
Si	55.273	-6.746	0.141
Si	58.22	-4.027	0.031
Si	60.81	-1.297	0.164
Si	64.227	0.805	0.156
Si	60.674	4.24	0.153
Si	63.72	7.044	0.285
Si	61.449	-7.021	-0.034
Si	64.077	-4.044	0.536
Si	51.433	0.185	1.569
Si	54.194	2.604	1.412
Si	51.657	5.457	1.801
Si	54.223	-8.199	1.59
Si	51.461	-5.584	1.355
Si	54.274	-2.811	1.304
Si	57.016	-0.062	1.273
Si	59.689	2.616	1.456
Si	56.996	5.39	1.525
Si	59.754	-8.111	1.289
Si	56.978	-5.563	1.313
Si	59.694	-2.854	1.451
Si	62.513	-0.188	1.404
Si	65.237	2.588	1.271
Si	62.463	5.344	1.306
Si	65.261	-8.009	1.403
Si	62.442	-5.42	1.423
Si	65.323	-2.676	1.843
Si	50.266	1.442	3.099
Si	52.983	3.956	2.965
Si	50.243	6.866	3.014
Si	52.82	-6.836	2.865
Si	50.208	-4.077	2.745
Si	52.916	-1.368	2.675
Si	55.656	1.272	2.702
Si	58.361	3.999	2.83
Si	55.678	6.782	2.878
Si	58.386	-6.83	2.714
Si	55.651	-4.143	2.72
Si	58.364	-1.392	2.735
Si	61.201	1.305	2.714
Si	63.873	4.003	2.613
Si	61.122	6.779	2.67
Si	63.839	-6.763	2.785
Si	61.091	-4.128	2.808
Si	63.793	-1.375	2.944
Si	48.934	-0.02	4.383
Si	51.655	2.724	4.421
Si	48.899	5.486	4.354
Si	51.595	-8.134	4.348
Si	48.894	-5.431	4.222
Si	51.615	-2.734	4.124
Si	54.316	-0.066	4.104
Si	57.003	2.635	4.14
Si	54.362	5.387	4.239
Si	57.088	-8.179	4.161
Si	54.303	-5.47	4.132
Si	57.023	-2.766	4.102
Si	59.794	-0.042	4.071
Si	62.549	2.692	4.058
Si	59.782	5.422	4.087
Si	62.489	-8.198	4.069
Si	59.735	-5.492	4.123
Si	62.457	-2.788	4.194
Si	50.39	-1.32	10.964
Si	53.118	1.401	10.946
Si	50.361	4.187	11.031
Si	53.052	-9.516	11.008
Si	50.37	-6.831	11.066
Si	53.129	-4.116	11.002
Si	55.876	-1.356	10.959
Si	58.569	1.33	10.978
Si	55.82	4.063	10.975
Si	58.572	-9.536	10.886
Si	55.804	-6.766	10.943
Si	58.57	-4.031	10.936
Si	61.272	-1.319	10.905
Si	63.979	1.364	10.868
Si	61.308	4.036	10.905
Si	64.031	-9.581	10.852
Si	61.306	-6.812	10.859
Si	64.031	-4.091	10.783
Si	51.795	0.026	12.273
Si	54.414	2.756	12.364
Si	51.721	5.496	12.476
Si	54.399	-8.094	12.289
Si	51.779	-5.489	12.367
Si	54.561	-2.754	12.288
Si	57.186	0.015	12.373
Si	60.022	2.637	12.309
Si	57.261	5.403	12.261
Si	59.95	-8.171	12.219
Si	57.216	-5.408	12.269
Si	59.94	-2.649	12.309
Si	62.628	0.031	12.306
Si	65.367	2.741	12.179
Si	62.709	5.356	12.26
Si	65.45	-8.204	12.125
Si	62.719	-5.458	12.183
Si	65.4	-2.699	12.107
Si	50.42	1.461	13.523
Si	53.072	4.09	13.808
Si	50.445	-9.518	14.01
Si	53.085	-6.841	13.842
Si	50.413	-4.016	13.548
Si	53.218	-1.35	13.561
Si	55.745	1.379	13.702
Si	58.646	3.99	13.6
Si	55.845	-9.475	13.46
Si	58.623	-6.759	13.559
Si	55.903	-4.087	13.711
Si	58.591	-1.288	13.768
Si	61.357	1.367	13.848
Si	64.037	3.995	13.728
Si	61.325	-9.56	13.535
Si	64.119	-6.861	13.493
Si	61.409	-4.038	13.544
Si	64.061	-1.364	13.529
Si	49.06	0.124	14.796
Si	51.65	2.641	15.106
Si	48.996	5.287	15.206
Si	51.795	-8.123	15.489
Si	49.11	-5.145	15.093
Si	51.833	-2.692	14.809
Si	54.417	-0.049	15.077
Si	57.18	2.742	14.966
Si	54.552	5.565	14.912
Si	57.196	-8.122	14.797
Si	54.518	-5.413	15.084
Si	57.255	-2.733	15.1
Si	59.915	0.091	15.257
Si	62.803	2.605	15.347
Si	60.061	5.328	14.914
Si	62.733	-8.22	14.849
Si	60.032	-5.402	14.871
Si	62.785	-2.704	14.978
Si	50.522	-1.209	15.994
Si	52.687	0.942	16.361
Si	49.984	3.541	16.537
Si	53.7	-9.318	16.569
Si	50.592	-6.226	16.528
Si	52.916	-4.148	16.281
Si	56.002	-1.205	16.399
Si	58.078	1.214	16.487
Si	56.202	4.507	16.155
Si	58.443	-9.697	15.939
Si	55.778	-6.983	16.299
Si	58.995	-3.828	16.269
Si	61.2	-1.584	16.342
Si	64.752	1.386	16.419
Si	61.561	4.337	16.517
Si	63.801	-9.729	16.309
Si	61.652	-6.563	16.09
Si	63.97	-4.386	16.191
Si	49.489	7.593	18.5
Si	53.917	2.116	19.079
Si	53.312	1.804	-2.99
Si	61.024	5.594	-6.915
Si	47.344	7.277	-4.581
Si	51.589	-1.403	-6.114
Si	57.131	-0.896	-4.627
Si	61.268	4.541	-2.569
Si	56.918	-8.138	-1.989
Si	59.921	-7.927	18.151
Si	54.538	-0.728	-5.867
Si	53.869	-7.088	20.819
Si	66.645	-6.753	-5.446
Si	63.147	1.832	20.33
Si	62.291	-7.205	-2.878
Si	60.858	1.075	-4.413
Si	62.685	-1.076	19.12
Si	60.005	-7.022	-4.612
Si	64.792	5.027	-4.808
Si	52.044	2.322	-5.794
Si	57.796	-5.722	18.427
Si	60.525	-3.792	-5.943
Si	54.648	4.93	18.688
Si	47.302	-6.463	-3.89
Si	62.286	-3.519	20.817
Si	65.463	0.908	-4.375
Si	54.74	2.22	-6.911
Si	56.659	6.149	-4.151
Si	57.635	-3.673	-4.887
Si	63.113	0.631	-2.504
Si	62.255	3.449	-5.247
Si	59.646	6.402	-4.19
Si	65.348	-6.418	-2.951
Si	65.235	-7.809	18.367
Si	-61.117	-5.446	-4.978
Si	50.391	4.899	19.23
Si	58.349	-5.429	-2.688
Si	54.82	5.193	-6.286
Si	54.129	-0.753	-1.893
Si	58.102	1.595	-3.107
Si	51.58	5.634	-1.91
Si	52.121	-4.309	-5.354
Si	52.244	-3.172	-2.658
Si	66.755	3.491	-3.251
Si	55.784	-4.923	20.351
Si	61.894	-1.193	-5.97
Si	48.857	-6.226	19.283
Si	60.908	3.672	19.519
Si	59.694	6.348	20.176
Si	-61.335	5.188	-2.989
Si	57.034	2.047	19.28
Si	57.096	5.061	20.341
Si	54.363	-2.613	18.656
Si	62.785	-2.283	-1.663
Si	66.513	-1.288	0.43
Si	69.114	1.427	-0.234
Si	66.722	3.564	-0.283
Si	69.437	6.39	-0.208
Si	66.082	-6.329	-0.088
Si	68.718	-3.434	-0.166
Si	72.386	-1.436	-0.564
Si	-55.571	1.382	-0.331
Si	71.967	4.418	0.031
Si	-56.013	7.09	-0.258
Si	72.261	-7.024	-0.471
Si	-55.88	-3.66	-0.549
Si	-53.298	-0.798	-0.771
Si	-50.537	2.063	-0.17
Si	-52.803	4.116	-0.146
Si	-50.583	7.08	0.11
Si	-52.723	-7.059	-0.402
Si	-49.805	-4.233	-0.374
Si	68.05	0.1	1.397
Si	70.718	2.675	1.013
Si	67.795	5.316	1.049
Si	70.591	-8.094	0.877
Si	67.862	-5.28	1.083
Si	70.67	-2.517	0.863
Si	-57.096	0.083	0.915
Si	-54.404	2.883	1.039
Si	-57.069	5.617	1.249
Si	-54.391	-8.041	0.971
Si	-57.133	-5.304	0.743
Si	-54.338	-2.448	0.739
Si	-51.667	0.206	0.753
Si	-48.998	3.285	0.994
Si	-51.82	5.606	1.337
Si	-49.12	-7.984	1.366
Si	-51.623	-5.304	0.795
Si	-48.751	-2.584	0.872
Si	66.637	1.405	2.722
Si	69.299	4.046	2.415
Si	66.631	6.781	2.523
Si	69.302	-6.721	2.319
Si	66.739	-4.141	2.832
Si	69.482	-1.307	2.54
Si	-58.466	1.366	2.371
Si	-55.727	4.187	2.479
Si	-58.578	6.977	2.415
Si	-55.773	-6.597	2.237
Si	-58.534	-3.996	2.189
Si	-55.706	-1.243	2.271
Si	-53.008	1.463	2.31
Si	-50.32	4.355	2.57
Si	-53.21	6.983	2.529
Si	-50.451	-6.504	2.492
Si	-53.013	-3.888	2.117
Si	-50.27	-1.181	2.128
Si	65.254	0.051	4.093
Si	68.023	2.79	3.961
Si	65.252	5.435	3.918
Si	68.028	-8.136	3.801
Si	65.263	-5.447	4.106
Si	68.123	-2.662	3.971
Si	-59.762	0.071	3.862
Si	-57.133	2.78	3.732
Si	-59.891	5.498	3.736
Si	-57.136	-7.972	3.682
Si	-59.845	-5.355	3.67
Si	-57.119	-2.646	3.597
Si	-54.385	0.119	3.678
Si	-51.686	2.84	3.74
Si	-54.459	5.561	3.872
Si	-51.771	-7.955	3.79
Si	-54.383	-5.239	3.584
Si	-51.646	-2.547	3.542
Si	66.749	-1.371	10.7
Si	69.496	1.366	10.681
Si	66.72	4.087	10.784
Si	69.398	-9.528	10.655
Si	66.712	-6.813	10.69
Si	69.426	-4.076	10.6
Si	-58.401	-1.272	10.587
Si	-55.708	1.465	10.573
Si	-58.388	4.06	10.581
Si	-55.697	-9.488	10.548
Si	-58.426	-6.776	10.564
Si	-55.714	-3.987	10.523
Si	-52.997	-1.219	10.57
Si	-50.32	1.524	10.545
Si	-53.059	4.213	10.519
Si	-50.338	-9.36	10.492
Si	-53.002	-6.697	10.486
Si	-50.312	-3.916	10.542
Si	68.179	-0.059	12.021
Si	70.874	2.728	12.04
Si	68.106	5.441	12.125
Si	70.8	-8.167	11.924
Si	68.071	-5.426	11.989
Si	70.797	-2.687	11.89
Si	-57.061	0.119	11.948
Si	-54.339	2.822	11.94
Si	-56.971	5.362	11.906
Si	-54.311	-8.095	11.847
Si	-57.065	-5.371	11.863
Si	-54.344	-2.637	11.865
Si	-51.646	0.163	11.947
Si	-48.995	2.912	11.899
Si	-51.738	5.632	11.841
Si	-48.973	-7.978	11.813
Si	-51.635	-5.36	11.851
Si	-48.977	-2.495	11.877
Si	66.842	1.328	13.323
Si	69.535	4.073	13.414
Si	66.786	-9.538	13.559
Si	69.422	-6.827	13.285
Si	66.791	-4.054	13.425
Si	69.543	-1.426	13.406
Si	72.216	1.406	13.483
Si	-55.626	4.091	13.431
Si	72.178	-9.63	13.151
Si	-55.668	-6.739	13.128
Si	72.105	-4.057	13.22
Si	-55.696	-1.281	13.206
Si	-52.986	1.508	13.337
Si	-50.432	4.289	13.19
Si	-53.002	-9.377	13.342
Si	-50.313	-6.738	13.247
Si	-52.962	-4	13.18
Si	-50.265	-1.145	13.317
Si	65.54	-0.01	14.717
Si	68.24	2.606	14.689
Si	65.436	5.442	14.988
Si	68.245	-8.178	14.829
Si	65.51	-5.463	14.788
Si	68.222	-2.793	14.831
Si	70.912	-0.105	14.804
Si	73.651	2.702	14.92
Si	70.949	5.419	14.717
Si	73.562	-8.209	14.312
Si	70.755	-5.414	14.572
Si	73.458	-2.679	14.494
Si	-54.313	0.043	14.599
Si	-51.739	2.998	14.687
Si	-54.313	5.574	14.766
Si	-51.615	-8.049	14.76
Si	-54.306	-5.438	14.489
Si	-51.579	-2.635	14.544
Si	67.058	-1.174	16.029
Si	69.323	1.004	16.08
Si	66.747	3.777	15.998
Si	70.006	-9.227	16.036
Si	67.112	-6.576	16.102
Si	69.346	-4.392	16.163
Si	72.485	-1.314	16.121
Si	74.74	0.918	16.131
Si	72.582	4.434	16.124
Si	74.657	-9.485	15.909
Si	72.064	-7.025	15.533
Si	75.075	-3.83	15.619
Si	-53.206	-1.627	15.8
Si	-49.975	2.14	15.899
Si	-52.796	4.502	16.227
Si	-50.478	-9.643	16.116
Si	-52.815	-6.437	15.987
Si	-50.547	-4.257	15.837
Si	-61.808	-1.191	-6.91
Si	-60.979	1.431	19.061
Si	-58.285	4.504	-2.958
Si	-54.32	0.956	18.956
Si	62.669	-3.358	-4.293
Si	-59.704	0.832	-5.692
Si	-56.899	0.054	-6.787
Si	-50.358	4.076	-4.641
Si	-58.556	-6.554	-3.548
Si	-54.817	-7.527	18.169
Si	-55.818	-2.882	-6.64
Si	-61.202	6.471	19.009
Si	-47.243	3.407	19.141
Si	-52.031	-0.964	18.577
Si	-52.658	5.995	-4.771
Si	-50.756	-1.11	-6.176
Si	-48.982	-4.778	18.235
Si	-53.972	-5.247	-2.663
Si	-49.962	1.956	-6.597
Si	67.963	-0.533	20.696
Si	-56.841	-5.394	17.644
Si	-51.413	-7.669	-6.141
Si	67.729	3.969	18.783
Si	65.241	-4.371	-4.948
Si	-52.744	-3.021	-7.05
Si	-49.548	0.456	-2.377
Si	65.579	-0.833	18.556
Si	-57.937	6.943	-4.763
Si	-56.215	-5.125	-4.714
Si	-52.214	-0.426	-3.66
Si	-54.472	1.34	-5.239
Si	-54.43	5.496	-2.428
Si	-46.762	7.857	-4.968
Si	-49.635	7.107	19.17
Si	-45.983	-1	-6.155
Si	-58.425	6.697	20.434
Si	67.392	-8.168	20.284
Si	65.603	3.429	20.603
Si	-60.089	-0.198	-2.686
Si	-56.078	2.839	-3.046
Si	63.548	6.377	-2.446
Si	-61.579	-3.008	-3.061
Si	66.759	-1.83	-4.518
Si	-48.302	2.126	-4.251
Si	-59.09	-3.445	18.284
Si	-51.693	-4.888	-4.686
Si	64.523	-4.93	19.093
Si	-54.115	4.096	-6.821
Si	-54.246	3.914	19.043
Si	-44.582	-7.609	-3.297
Si	-58.354	2.018	20.794
Si	-57.247	4.268	18.939
Si	-60.848	6.162	-5.686
Si	-49.172	-4.811	-3.144
Si	-47.614	-1.141	-0.7
Si	-44.898	1.481	-0.164
Si	-48.262	5.045	-0.606
Si	-44.534	6.932	-0.581
Si	-47.824	-6.719	-0.015
Si	-44.845	-4.231	-0.217
Si	-42.773	-0.807	-0.08
Si	-39.05	0.976	-0.46
Si	-42.616	4.364	-0.445
Si	-39.539	6.642	-0.49
Si	-42.496	-6.262	-0.04
Si	-39.465	-3.633	-0.349
Si	-36.908	-1.213	0.156
Si	-33.967	1.397	0.065
Si	-36.251	3.422	-0.393
Si	-34.208	7.05	-0.298
Si	-36.436	-6.99	-0.038
Si	-33.746	-4.292	-0.248
Si	-46.513	0.252	0.937
Si	-43.685	2.983	1.098
Si	-46.37	5.872	0.664
Si	-43.553	-7.996	1.082
Si	-46.217	-5.477	1.172
Si	-43.846	-2.495	1.106
Si	-40.903	0.209	0.927
Si	-38.032	2.625	0.933
Si	-40.948	5.445	0.905
Si	-38.191	-8.2	0.924
Si	-40.825	-5.077	1.017
Si	-38.321	-2.513	1.359
Si	-35.354	0.041	1.324
Si	-32.544	2.85	1.19
Si	-35.329	5.304	0.851
Si	-32.717	-8.177	1.2
Si	-35.394	-5.291	1.14
Si	-32.652	-2.565	0.916
Si	-47.742	1.717	2.281
Si	-45.11	4.422	2.241
Si	-47.585	6.978	2.419
Si	-44.872	-6.74	2.543
Si	-47.567	-3.95	2.388
Si	-45.17	-1.115	2.412
Si	-42.205	1.618	2.343
Si	-39.46	4.116	2.217
Si	-42.177	6.906	2.341
Si	-39.497	-6.663	2.269
Si	-42.278	-3.8	2.395
Si	-39.692	-1.097	2.533
Si	-36.776	1.442	2.53
Si	-33.98	4.211	2.435
Si	-36.766	6.747	2.247
Si	-34.071	-6.718	2.493
Si	-36.819	-3.963	2.465
Si	-33.974	-1.373	2.499
Si	-49.037	0.228	3.61
Si	-46.326	2.98	3.682
Si	-48.924	5.671	3.854
Si	-46.278	-8.026	3.848
Si	-48.996	-5.208	3.774
Si	-46.335	-2.551	3.816
Si	-43.625	0.211	3.67
Si	-40.834	2.899	3.72
Si	-43.637	5.633	3.68
Si	-40.84	-8.002	3.683
Si	-43.528	-5.26	3.773
Si	-40.976	-2.514	3.852
Si	-38.2	0.157	3.853
Si	-35.381	2.861	3.789
Si	-38.141	5.495	3.657
Si	-35.478	-8.135	3.715
Si	-38.163	-5.372	3.75
Si	-35.423	-2.647	3.823
Si	-47.603	-1.19	10.512
Si	-44.908	1.553	10.582
Si	-47.607	4.288	10.595
Si	-44.908	-9.314	10.599
Si	-47.593	-6.567	10.557
Si	-44.897	-3.933	10.592
Si	-42.239	-1.169	10.544
Si	-39.474	1.584	10.523
Si	-42.166	4.296	10.593
Si	-39.568	-9.328	10.654
Si	-42.232	-6.633	10.651
Si	-39.469	-3.909	10.579
Si	-36.775	-1.164	10.438
Si	-34.084	1.522	10.42
Si	-36.839	4.297	10.515
Si	-34.082	-9.316	10.577
Si	-36.79	-6.615	10.619
Si	-34.006	-3.937	10.512
Si	-46.241	0.129	11.894
Si	-43.528	2.938	11.915
Si	-46.256	5.67	11.981
Si	-43.596	-7.995	12.054
Si	-46.236	-5.267	12.02
Si	-43.545	-2.559	11.944
Si	-40.875	0.245	11.833
Si	-38.151	2.965	11.927
Si	-40.908	5.633	12.09
Si	-38.227	-7.923	11.984
Si	-40.845	-5.247	11.969
Si	-38.065	-2.492	11.853
Si	-35.456	0.212	11.799
Si	-32.709	2.923	11.669
Si	-35.499	5.657	11.876
Si	-32.768	-7.928	11.978
Si	-35.341	-5.253	11.917
Si	-32.647	-2.583	11.873
Si	-47.608	1.511	13.182
Si	-44.825	4.323	13.296
Si	-47.658	-9.218	13.264
Si	-44.917	-6.653	13.496
Si	-47.651	-3.823	13.245
Si	-44.912	-1.233	13.309
Si	-42.196	1.564	13.278
Si	-39.522	4.236	13.41
Si	-42.326	-9.355	13.524
Si	-39.542	-6.546	13.429
Si	-42.14	-3.856	13.341
Si	-39.477	-1.096	13.118
Si	-36.722	1.626	13.22
Si	-34.056	4.244	13.058
Si	-36.881	-9.313	13.281
Si	-34.103	-6.567	13.451
Si	-36.582	-3.756	13.199
Si	-34.042	-1.109	13.099
Si	-48.994	0.329	14.679
Si	-46.133	2.817	14.433
Si	-49.074	5.7	14.459
Si	-46.439	-7.98	14.894
Si	-48.982	-5.284	14.479
Si	-46.388	-2.468	14.707
Si	-43.422	0.066	14.599
Si	-40.968	2.902	14.783
Si	-43.75	5.611	15.004
Si	-40.965	-7.937	14.856
Si	-43.481	-5.181	14.76
Si	-40.693	-2.443	14.597
Si	-38.238	0.36	14.454
Si	-35.223	2.896	14.552
Si	-38.133	5.624	14.731
Si	-35.663	-7.913	14.725
Si	-38.016	-5.023	14.488
Si	-35.264	-2.348	14.641
Si	-47.416	-0.729	16.008
Si	-44.955	1.287	15.779
Si	-47.649	4.205	15.43
Si	-45.682	-9.799	16.22
Si	-47.493	-6.151	16.054
Si	-45.151	-4.017	15.923
Si	-41.822	-1.007	16.017
Si	-39.752	1.344	16.019
Si	-42.042	4.49	16.25
Si	-39.746	-9.547	16.064
Si	-42.197	-6.457	16.317
Si	-38.914	-3.327	15.834
Si	-36.893	-0.997	15.689
Si	-33.437	1.853	15.777
Si	-36.406	4.434	15.836
Si	-34.394	-9.555	15.767
Si	-36.95	-6.325	16.067
Si	-33.479	-3.297	15.92
Si	-47.771	-2.743	20.161
Si	-45.136	1.589	18.554
Si	-42.623	2.982	-3.285
Si	-38.164	3.235	18.006
Si	-50.542	4.427	20.735
Si	-45.005	-1.14	20.029
Si	-41.351	0.276	-4.354
Si	-34.172	4.048	-4.367
Si	-40.567	-7.39	-2.03
Si	-39.403	-5.515	17.677
Si	-42.882	-1.449	-6.452
Si	-46.539	6.496	19.099
Si	-33.779	4.755	20.096
Si	-35.054	0.093	17.759
Si	-37.278	6.743	-4.743
Si	-35.344	3.169	-6.95
Si	-34.87	-4.909	18.039
Si	-38.112	-5.764	-1.896
Si	-35.543	-2.348	19.278
Si	-41.972	4.745	-5.702
Si	-42.996	-5.796	19.055
Si	-37.353	-4.405	-4.208
Si	-42.536	-6.472	-7.125
Si	-48.475	-7.603	-2.794
Si	-33.612	-3.616	-5.84
Si	-31.423	4.904	-3.046
Si	-49.923	2.35	18.852
Si	-41.727	-7.163	-4.614
Si	-38.044	-1.748	-4.904
Si	-35.11	-1.245	-4.451
Si	-35.868	1.683	-4.529
Si	-37.521	5.165	-2.237
Si	-31.382	-8.146	-3.067
Si	-33.065	6.918	18.387
Si	-31.576	1.187	-6.552
Si	-41.427	-2.298	-2.457
Si	-43.619	-3.059	-4.056
Si	-43.476	6.896	-6.943
Si	-45.511	2.198	-3.036
Si	-38.695	0.752	-3.484
Si	-48.346	5.907	-3.528
Si	-45.91	-4.743	-3.021
Si	-45.623	-0.919	-3.238
Si	-30.29	2.265	-4.175
Si	-43.314	-2.881	18.156
Si	-40.338	-6.247	20.382
Si	-50.171	-6.378	20.444
Si	-37.454	1.988	20.802
Si	-39.347	6.044	18.837
Si	-27.445	-7.069	-1.598
Si	-40.029	7.02	-6.086
Si	-42.05	4.725	19.366
Si	-49.1	-0.525	18.669
Si	-35.504	-2.814	-2.131
Si	-31.8	-0.783	-0.512
Si	-28.79	1.735	-0.141
Si	-30.951	3.979	-0.157
Si	-28.137	6.863	-0.063
Si	-31.708	-6.713	-0.245
Si	-28.32	-4.428	-0.345
Si	-25.626	-1.564	-0.288
Si	-22.661	1.216	-0.173
Si	-26.178	4.436	-0.191
Si	-23.039	7.003	0.07
Si	-25.33	-7.19	0.047
Si	-23.429	-3.804	-0.177
Si	-20.456	-1.077	-0.081
Si	-17.873	1.822	-0.256
Si	-19.996	4.149	-0.072
Si	-17.301	6.849	0.075
Si	-20.408	-7.135	-0.177
Si	-17.46	-4.409	-0.052
Si	-30.058	0.099	0.943
Si	-27.236	2.868	1.181
Si	-29.833	5.628	1.08
Si	-26.979	-8.14	1.434
Si	-30.026	-5.439	0.927
Si	-27.196	-2.772	0.997
Si	-24.445	0.094	0.961
Si	-21.617	2.864	1.135
Si	-24.434	5.427	1.099
Si	-21.695	-8.098	1.491
Si	-24.483	-5.339	1.217
Si	-21.7	-2.73	1.051
Si	-18.897	0.147	1.131
Si	-16.247	2.755	1.199
Si	-18.902	5.628	1.331
Si	-16.204	-8.076	1.532
Si	-19.039	-5.623	1.148
Si	-16.313	-2.644	1.109
Si	-31.257	1.415	2.495
Si	-28.554	4.24	2.533
Si	-31.252	6.876	2.475
Si	-28.581	-6.712	2.426
Si	-31.287	-3.96	2.306
Si	-28.618	-1.319	2.252
Si	-25.8	1.435	2.38
Si	-23.074	4.107	2.486
Si	-25.679	6.748	2.661
Si	-23.108	-6.66	2.644
Si	-25.899	-4.032	2.52
Si	-23.087	-1.296	2.392
Si	-20.287	1.474	2.521
Si	-17.561	4.152	2.62
Si	-20.301	6.859	2.727
Si	-17.699	-6.773	2.715
Si	-20.384	-4.127	2.444
Si	-17.622	-1.289	2.51
Si	-32.651	0.068	3.818
Si	-29.915	2.815	3.831
Si	-32.648	5.55	3.819
Si	-29.912	-8.064	3.815
Si	-32.657	-5.315	3.738
Si	-29.924	-2.639	3.717
Si	-27.223	0.048	3.67
Si	-24.45	2.745	3.815
Si	-27.16	5.488	3.936
Si	-24.414	-8.099	3.964
Si	-27.255	-5.381	3.849
Si	-24.465	-2.639	3.793
Si	-21.713	0.056	3.792
Si	-18.96	2.791	3.943
Si	-21.742	5.46	3.926
Si	-18.993	-8.121	4.098
Si	-21.717	-5.348	3.961
Si	-19.027	-2.695	3.804
Si	-31.294	-1.278	10.476
Si	-28.55	1.464	10.5
Si	-31.289	4.304	10.48
Si	-28.613	-9.419	10.59
Si	-31.354	-6.678	10.569
Si	-28.615	-4.01	10.564
Si	-25.86	-1.25	10.574
Si	-23.218	1.461	10.661
Si	-25.845	4.169	10.644
Si	-23.167	-9.505	10.679
Si	-25.921	-6.723	10.618
Si	-23.132	-4.011	10.638
Si	-20.47	-1.283	10.63
Si	-17.775	1.369	10.73
Si	-20.479	4.09	10.753
Si	-17.734	-9.473	10.788
Si	-20.396	-6.759	10.699
Si	-17.685	-4.079	10.7
Si	-29.876	0.042	11.783
Si	-27.242	2.801	11.923
Si	-29.983	5.607	11.982
Si	-27.292	-8.075	11.994
Si	-29.932	-5.41	11.94
Si	-27.251	-2.61	11.855
Si	-24.615	0.144	12.016
Si	-21.905	2.762	12.109
Si	-24.548	5.517	12.104
Si	-21.757	-8.171	11.989
Si	-24.539	-5.372	11.94
Si	-21.786	-2.629	11.996
Si	-19.198	0.047	12.077
Si	-16.424	2.756	12.042
Si	-19.124	5.461	12.112
Si	-16.419	-8.099	12.2
Si	-19.001	-5.441	12.081
Si	-16.432	-2.712	12.128
Si	-31.291	1.523	12.845
Si	-28.561	4.182	13.257
Si	-31.382	-9.267	13.291
Si	-28.663	-6.801	13.435
Si	-31.262	-3.993	13.212
Si	-28.536	-1.262	13.267
Si	-26.045	1.462	13.447
Si	-23.221	4.146	13.523
Si	-25.954	-9.383	13.413
Si	-23.153	-6.789	13.214
Si	-25.953	-3.976	13.212
Si	-23.227	-1.253	13.271
Si	-20.634	1.321	13.477
Si	-17.821	4.026	13.443
Si	-20.468	-9.484	13.491
Si	-17.761	-6.75	13.663
Si	-20.294	-3.947	13.296
Si	-17.881	-1.332	13.44
Si	-32.591	0.287	14.243
Si	-30.022	2.716	14.323
Si	-32.81	5.634	14.433
Si	-30.163	-8.036	14.923
Si	-32.621	-5.151	14.731
Si	-29.838	-2.694	14.549
Si	-27.389	0.052	14.886
Si	-24.713	2.831	14.835
Si	-27.37	5.57	14.758
Si	-24.465	-8.039	14.702
Si	-27.199	-5.364	14.612
Si	-24.644	-2.578	14.537
Si	-21.997	-0.074	14.875
Si	-19.277	2.7	14.771
Si	-21.838	5.532	14.914
Si	-19.153	-8.202	15
Si	-21.741	-5.357	14.36
Si	-19.152	-2.668	14.955
Si	-31.298	-1.178	15.483
Si	-29.317	1.095	15.901
Si	-31.385	4.15	15.51
Si	-29.182	-9.886	16.04
Si	-31.154	-6.223	16.301
Si	-28.69	-4.228	15.988
Si	-25.707	-1.165	16.12
Si	-23.626	1.175	16.078
Si	-25.757	4.558	16.143
Si	-23.426	-9.552	16.191
Si	-25.43	-6.277	15.867
Si	-23.191	-4.041	15.568
Si	-21.069	-1.899	16.198
Si	-17.937	1.176	15.918
Si	-20.315	4.299	16.226
Si	-17.981	-9.899	16.308
Si	-20.576	-6.559	15.946
Si	-17.36	-3.496	16.354
Si	-31.187	-1.753	-6.129
Si	-29.821	2.347	18.71
Si	-25.387	4.014	-3.131
Si	-21.65	2.289	18.066
Si	-36.27	-4.511	-6.996
Si	-28.159	-3.518	20.883
Si	-25.943	1.389	-4.249
Si	-17.588	4.868	-4.587
Si	-23.816	-7.04	-4.579
Si	-22.535	-7.502	18.237
Si	-27.605	-6.676	20.573
Si	-28.509	7.013	19.119
Si	-18.057	4.486	20.597
Si	-19.695	-0.048	17.846
Si	-20.704	5.914	-7.053
Si	-21.172	0.938	-4.687
Si	-18.662	-5.394	18.143
Si	-22.155	-5.635	-2.397
Si	-19.096	-0.38	20.766
Si	-31.62	1.216	20.747
Si	-26.648	-3.294	18.252
Si	-19.004	-7.175	-6.414
Si	-30.913	5.246	19.258
Si	-32.493	-6.41	-5.248
Si	-20.475	-6.629	20.287
Si	-15.833	0.929	-2.114
Si	-34.609	1.887	20.229
Si	-25.736	6.723	-4.506
Si	-22.229	-3.259	-4.027
Si	-20.447	-1.196	-2.967
Si	-19.741	3.379	-5.979
Si	-20.709	6.611	-1.731
Si	-15.928	7.925	-2.278
Si	-16.54	6.604	19.169
Si	-15.276	-1.78	-2.933
Si	-25.111	-4.182	-4.729
Si	-27.792	-4.745	-3.271
Si	-28.139	7.583	-5.744
Si	-27.567	-0.174	-2.325
Si	-23.426	2.078	-3.098
Si	-35.272	6.623	-2.906
Si	-29.65	-6.296	-4.684
Si	-30.31	-0.731	-3.2
Si	-13.985	2.725	-3.893
Si	-25.285	-6.04	18.679
Si	-20.531	-1.725	-5.629
Si	-32.615	-6.597	19.196
Si	-19.332	7.143	-4.467
Si	-21.998	-7.848	-7.106
Si	-12.223	7.77	-3.125
Si	-27.848	2.805	20.742
Si	-26.215	4.858	19.167
Si	-28.871	2.181	-6.687
Si	-17.381	-3.951	-2.918
Si	-14.885	-1.161	-0.096
Si	-11.596	0.806	0.07
Si	-15.161	4.489	0.082
Si	-11.954	6.567	-0.241
Si	-15.162	-6.641	0.05
Si	-12.25	-4.041	-0.502
Si	-9.41	-1.393	0.338
Si	-6.349	1.068	-0.05
Si	-9.75	4.234	-0.074
Si	-6.913	7.079	0.086
Si	-9.093	-6.932	-0.168
Si	-7.161	-3.511	-0.033
Si	-4.09	-1.097	0.085
Si	-1.652	1.811	0.154
Si	-3.763	4.094	0.306
Si	-1.045	6.735	0.271
Si	-4.101	-7.022	-0.099
Si	-0.906	-4.365	-0.017
Si	-13.348	-0.131	1.331
Si	-10.746	2.627	1.305
Si	-13.479	5.536	1.27
Si	-10.815	-8.091	1.039
Si	-13.449	-5.427	1.119
Si	-10.967	-2.797	1.338
Si	-7.951	0.052	1.414
Si	-5.373	2.736	1.336
Si	-8.099	5.386	1.197
Si	-5.485	-8.045	1.496
Si	-8.124	-5.296	1.233
Si	-5.391	-2.657	1.287
Si	-2.629	0.089	1.433
Si	0.02	2.685	1.536
Si	-2.615	5.578	1.601
Si	0.042	8.178	1.679
Si	-2.604	-5.582	1.177
Si	0.199	-2.738	1.31
Si	-14.845	1.345	2.505
Si	-12.189	4.036	2.588
Si	-14.803	6.832	2.728
Si	-12.14	-6.797	2.529
Si	-14.88	-4.021	2.469
Si	-12.165	-1.443	2.795
Si	-9.355	1.4	2.728
Si	-6.778	4.076	2.659
Si	-9.49	6.827	2.508
Si	-6.831	-6.642	2.732
Si	-9.551	-4.12	2.664
Si	-6.672	-1.351	2.774
Si	-4.035	1.402	2.789
Si	-1.271	4.119	2.905
Si	-4.091	6.892	2.821
Si	-1.394	-6.778	2.846
Si	-4.023	-4.158	2.539
Si	-1.244	-1.394	2.669
Si	-16.245	0.023	3.901
Si	-13.572	2.712	3.956
Si	-16.214	5.461	4.02
Si	-13.477	-8.095	4.004
Si	-16.263	-5.349	3.907
Si	-13.61	-2.767	4.029
Si	-10.777	0.004	4.031
Si	-8.086	2.765	4.106
Si	-10.833	5.455	3.931
Si	-8.182	-8.139	3.981
Si	-10.849	-5.496	4.015
Si	-8.147	-2.729	4.015
Si	-5.362	0.006	4.14
Si	-2.684	2.735	4.17
Si	-5.44	5.431	4.072
Si	-2.719	-8.144	4.205
Si	-5.381	-5.389	4.061
Si	-2.675	-2.777	3.97
Si	-15.042	-1.364	10.771
Si	-12.282	1.347	10.771
Si	-15.01	4.117	10.764
Si	-12.317	-9.577	10.845
Si	-15.001	-6.812	10.811
Si	-12.324	-4.109	10.779
Si	-9.578	-1.357	10.795
Si	-6.911	1.373	10.889
Si	-9.552	4.055	10.934
Si	-6.854	-9.601	10.877
Si	-9.568	-6.841	10.805
Si	-6.805	-4.114	10.833
Si	-4.154	-1.414	10.892
Si	-1.427	1.224	10.902
Si	-4.143	4.013	10.929
Si	-1.4	6.736	10.922
Si	-4.082	-6.848	10.875
Si	-1.404	-4.119	10.804
Si	-13.653	-0.01	12.099
Si	-10.977	2.667	12.215
Si	-13.687	5.4	12.244
Si	-10.951	-8.196	12.146
Si	-13.637	-5.484	12.194
Si	-10.966	-2.733	12.095
Si	-8.325	0.035	12.225
Si	-5.57	2.697	12.304
Si	-8.199	5.415	12.347
Si	-5.446	-8.268	12.171
Si	-8.199	-5.476	12.13
Si	-5.453	-2.814	12.267
Si	-2.856	-0.065	12.301
Si	-0.05	2.577	12.204
Si	-2.776	5.371	12.29
Si	-0.002	8.099	12.247
Si	-2.7	-5.457	12.195
Si	-0.145	-2.782	12.231
Si	-15.037	1.412	13.345
Si	-12.337	3.97	13.615
Si	-15.105	-9.514	13.528
Si	-12.24	-6.872	13.572
Si	-15.065	-4.106	13.473
Si	-12.314	-1.388	13.474
Si	-9.744	1.329	13.705
Si	-6.83	4.063	13.787
Si	-9.672	-9.508	13.591
Si	-6.819	-6.877	13.421
Si	-9.637	-4.136	13.417
Si	-6.935	-1.392	13.436
Si	-4.286	1.277	13.667
Si	-1.441	3.872	13.541
Si	-4.124	6.775	13.655
Si	-1.313	9.568	13.563
Si	-4.016	-4.196	13.666
Si	-1.577	-1.493	13.665
Si	-16.398	0.051	14.602
Si	-13.786	2.583	14.928
Si	-16.49	5.379	14.824
Si	-13.699	-8.197	14.89
Si	-16.39	-5.302	15.022
Si	-13.656	-2.774	14.773
Si	-11.149	-0.128	15.079
Si	-8.347	2.701	15.067
Si	-11.023	5.401	14.967
Si	-8.247	-8.072	14.809
Si	-10.841	-5.472	14.917
Si	-8.303	-2.77	14.709
Si	-5.677	-0.164	14.964
Si	-2.926	2.661	14.988
Si	-5.446	5.497	15.21
Si	-2.641	8.199	14.847
Si	-5.41	-5.688	14.838
Si	-2.804	-2.841	15.245
Si	-15.101	-1.359	15.912
Si	-12.959	0.857	16.353
Si	-14.968	4.2	16.166
Si	-12.711	-9.872	16.223
Si	-14.712	-6.52	16.172
Si	-12.466	-4.311	16.116
Si	-9.492	-1.401	16.222
Si	-7.353	0.932	16.237
Si	-9.385	4.432	16.369
Si	-7.182	6.786	16.223
Si	-9.038	-6.367	16.231
Si	-6.828	-4.163	15.828
Si	-4.77	-1.898	16.327
Si	-1.627	1.208	16.232
Si	-3.621	4.472	16.432
Si	-1.256	6.566	15.756
Si	-4.035	9.364	16.347
Si	-0.899	-3.808	16.464
Si	-14.986	-4.414	20.713
Si	-12.696	2.093	19.268
Si	-8.912	4.03	-3.01
Si	-5.998	1.996	18.829
Si	-17.69	-4.649	-5.726
Si	-10.134	0.218	-7.141
Si	-9.431	1.506	-4.286
Si	-1.956	4.249	-4.555
Si	-8.264	-6.697	-3.031
Si	-5.617	7.762	18.493
Si	-11.292	-6.915	20.798
Si	-11.845	6.964	19.223
Si	-2.398	4.896	19.137
Si	-3.685	0.09	18.327
Si	-3.717	6.732	-4.54
Si	-3.137	0.389	-6.337
Si	-2.139	-5.914	18.269
Si	-5.671	-5.171	-2.21
Si	-1.13	2.599	-7.119
Si	-15.195	0.978	20.431
Si	-9.027	-6.018	19.09
Si	-3.804	-6.792	-5.699
Si	-13.993	4.907	19.991
Si	-15.649	-6.002	-4.028
Si	-0.413	-3.006	-6.928
Si	0.069	0.427	-1.775
Si	-16.703	2.709	18.342
Si	-9.302	6.964	-4.039
Si	-5.408	-4.293	-4.989
Si	-1.466	-1.466	-4.747
Si	-4.598	2.652	-4.939
Si	-4.509	6.559	-1.503
Si	0.336	7.614	-2.112
Si	-0.852	7.57	18.353
Si	1.496	-1.894	-5.006
Si	-8.555	-4.279	-4.646
Si	-10.835	-3.476	-3.154
Si	-13.663	7.522	-5.858
Si	-11.931	1.098	-2.871
Si	-6.862	2.113	-3.005
Si	-15.216	4.927	-2.834
Si	-12.805	-5.581	-3.057
Si	-12.828	-1.419	-4.316
Si	1.815	2.179	-3.85
Si	-10.572	-3.34	18.426
Si	-6.348	-6.412	20.656
Si	-16.025	-6.856	18.896
Si	-5.474	5.241	-6.513
Si	-6.356	4.998	19.482
Si	4.228	7.57	-2.756
Si	-8.241	6.609	-7.016
Si	-9.454	5.028	19.31
Si	-14.552	2.206	-6.856
Si	-1.857	-2.121	-1.945
Si	1.382	-1.447	5.51
Si	4.153	1.251	5.533
Si	1.423	3.99	5.553
Si	4.148	6.666	5.548
Si	1.412	-6.872	5.462
Si	4.122	-4.23	5.565
Si	6.89	-1.495	5.611
Si	9.62	1.23	5.648
Si	6.871	3.987	5.539
Si	9.54	6.672	5.587
Si	6.83	9.388	5.602
Si	9.553	-4.174	5.601
Si	12.327	-1.49	5.598
Si	14.984	1.245	5.661
Si	12.287	3.929	5.663
Si	15.002	6.674	5.739
Si	12.194	9.421	5.731
Si	14.923	-4.128	5.737
Si	17.652	-1.395	5.765
Si	20.389	1.33	5.712
Si	17.685	3.939	5.741
Si	20.426	6.676	5.784
Si	17.695	9.398	5.77
Si	20.436	-4.156	5.76
Si	23.127	-1.427	5.754
Si	25.861	1.25	5.686
Si	23.11	4.017	5.653
Si	25.858	6.735	5.644
Si	23.141	-6.861	5.807
Si	25.901	-4.184	5.681
Si	28.6	-1.473	5.644
Si	31.346	1.288	5.562
Si	28.617	3.991	5.625
Si	31.303	6.701	5.577
Si	28.555	-6.879	5.548
Si	31.305	-4.129	5.599
Si	33.989	-1.399	5.581
Si	36.734	1.331	5.632
Si	34.021	3.977	5.589
Si	36.723	6.74	5.679
Si	33.99	-6.857	5.682
Si	36.718	-4.072	5.729
Si	39.434	-1.366	5.71
Si	42.109	1.364	5.73
Si	39.443	4.057	5.693
Si	42.147	6.819	5.682
Si	39.398	-6.806	5.753
Si	42.111	-4.127	5.733
Si	44.855	-1.367	5.812
Si	47.582	1.359	5.741
Si	44.855	4.124	5.725
Si	47.495	6.83	5.662
Si	44.787	-6.831	5.66
Si	47.557	-4.124	5.673
Si	50.341	-1.399	5.632
Si	53.057	1.295	5.611
Si	50.279	4.125	5.695
Si	53.01	6.781	5.595
Si	50.244	-6.745	5.643
Si	52.992	-4.079	5.511
Si	55.706	-1.389	5.479
Si	58.451	1.32	5.452
Si	55.742	4.034	5.564
Si	58.462	6.775	5.504
Si	55.713	-6.807	5.5
Si	58.418	-4.093	5.475
Si	61.133	-1.373	5.488
Si	63.917	1.391	5.456
Si	61.184	4.064	5.413
Si	63.909	6.758	5.349
Si	61.15	-6.836	5.453
Si	63.909	-4.101	5.469
Si	66.68	-1.344	5.328
Si	-61.162	1.393	5.24
Si	66.647	4.128	5.309
Si	-61.182	6.837	5.18
Si	66.669	-6.865	5.295
Si	-61.103	-4.07	5.224
Si	-58.394	-1.331	5.117
Si	-55.74	1.446	5.077
Si	-58.503	4.145	5.094
Si	-55.846	6.954	5.116
Si	-58.479	-6.675	5.088
Si	-55.756	-3.958	5.009
Si	-53.014	-1.249	5.002
Si	-50.353	1.488	5.097
Si	-53.029	4.197	5.124
Si	-50.342	7.031	5.127
Si	-53.114	-6.585	5.088
Si	-50.356	-3.839	5.066
Si	-47.698	-1.125	5.063
Si	-44.941	1.602	5.045
Si	-47.624	4.256	5.167
Si	-44.903	6.951	5.164
Si	-47.645	-6.61	5.119
Si	-44.909	-3.899	5.125
Si	-42.321	-1.134	5.145
Si	-39.534	1.559	5.157
Si	-42.245	4.27	5.04
Si	-39.482	6.928	5.028
Si	-42.17	-6.642	5.107
Si	-39.527	-3.939	5.092
Si	-36.796	-1.238	5.137
Si	-34.034	1.471	5.13
Si	-36.778	4.226	5.102
Si	-34.059	6.928	5.116
Si	-36.806	-6.733	5.101
Si	-34.037	-4.001	5.134
Si	-31.268	-1.285	5.126
Si	-28.532	1.421	5.114
Si	-31.306	4.17	5.17
Si	-28.555	6.901	5.196
Si	-31.305	-6.677	5.112
Si	-28.589	-3.975	5.145
Si	-25.862	-1.274	5.105
Si	-23.087	1.393	5.169
Si	-25.799	4.098	5.218
Si	-23.06	6.858	5.296
Si	-25.866	-6.735	5.219
Si	-23.121	-3.972	5.229
Si	-20.384	-1.323	5.181
Si	-17.628	1.384	5.276
Si	-20.373	4.111	5.281
Si	-17.612	6.809	5.37
Si	-20.389	-6.728	5.35
Si	-17.657	-4.004	5.244
Si	-14.952	-1.344	5.326
Si	-12.209	1.36	5.335
Si	-14.906	4.065	5.364
Si	-12.176	6.802	5.35
Si	-14.92	-6.742	5.29
Si	-12.226	-4.125	5.361
Si	-9.478	-1.371	5.409
Si	-6.761	1.361	5.455
Si	-9.511	4.121	5.376
Si	-6.825	6.812	5.383
Si	-9.518	-6.836	5.41
Si	-6.783	-4.062	5.405
Si	-4.011	-1.416	5.416
Si	-1.32	1.304	5.459
Si	-4.088	4.079	5.481
Si	-1.32	6.776	5.513
Si	-4.098	-6.78	5.488
Si	-1.336	-4.1	5.425
Si	2.752	-0.096	6.87
Si	5.504	2.616	6.898
Si	2.778	5.333	6.912
Si	5.478	8.016	6.935
Si	2.743	-5.565	6.899
Si	5.479	-2.853	6.924
Si	8.227	-0.128	6.981
Si	10.94	2.576	7.031
Si	8.193	5.318	6.953
Si	10.865	7.998	7.027
Si	8.207	-5.571	6.949
Si	10.925	-2.825	6.964
Si	13.646	-0.145	7.02
Si	16.32	2.579	7.078
Si	13.629	5.283	7.053
Si	16.331	8.043	7.106
Si	13.588	-5.543	7.063
Si	16.307	-2.796	7.094
Si	19.042	-0.049	7.091
Si	21.761	2.672	7.052
Si	19.04	5.31	7.1
Si	21.763	-8.25	7.111
Si	19.054	-5.528	7.09
Si	21.771	-2.789	7.112
Si	24.498	-0.071	7.069
Si	27.229	2.642	6.983
Si	24.48	5.373	7
Si	27.221	-8.219	6.971
Si	24.515	-5.482	7.087
Si	27.23	-2.798	7.016
Si	29.967	-0.064	6.937
Si	32.687	2.619	6.963
Si	29.966	5.354	6.97
Si	32.625	-8.244	6.971
Si	29.907	-5.499	6.911
Si	32.643	-2.747	6.96
Si	35.373	-0.052	6.972
Si	38.087	2.676	7.023
Si	35.353	5.358	6.977
Si	38.086	-8.232	7.061
Si	35.358	-5.475	7.026
Si	38.093	-2.724	7.085
Si	40.765	0	7.088
Si	43.492	2.736	7.059
Si	40.796	5.442	7.044
Si	43.485	-8.158	7.091
Si	40.761	-5.444	7.116
Si	43.471	-2.753	7.094
Si	46.22	0.022	7.108
Si	48.942	2.754	7.053
Si	46.195	5.492	7.083
Si	48.885	-8.119	6.986
Si	46.188	-5.476	7.021
Si	48.953	-2.744	6.995
Si	51.697	-0.03	6.991
Si	54.413	2.687	6.947
Si	51.669	5.47	7.004
Si	54.402	-8.172	6.906
Si	51.669	-5.417	6.945
Si	54.38	-2.73	6.872
Si	57.112	-0.035	6.828
Si	59.831	2.702	6.795
Si	57.129	5.41	6.889
Si	59.837	-8.187	6.857
Si	57.098	-5.455	6.856
Si	59.81	-2.749	6.837
Si	62.552	0	6.792
Si	65.325	2.765	6.729
Si	62.579	5.41	6.757
Si	65.301	-8.199	6.678
Si	62.544	-5.476	6.8
Si	65.309	-2.69	6.719
Si	-62.518	0.046	6.641
Si	-59.801	2.785	6.538
Si	-62.523	5.495	6.612
Si	-59.797	-8.094	6.486
Si	-62.507	-5.44	6.571
Si	-59.753	-2.669	6.528
Si	-57.056	0.061	6.456
Si	-54.398	2.82	6.448
Si	-57.161	5.529	6.458
Si	-54.435	-8.013	6.434
Si	-57.091	-5.326	6.432
Si	-54.382	-2.603	6.383
Si	-51.704	0.112	6.432
Si	-48.992	2.861	6.463
Si	-51.663	5.586	6.449
Si	-48.979	-7.959	6.495
Si	-51.698	-5.244	6.42
Si	-49.005	-2.499	6.45
Si	-46.291	0.21	6.418
Si	-43.57	2.916	6.448
Si	-46.252	5.601	6.528
Si	-43.546	-7.978	6.48
Si	-46.263	-5.266	6.47
Si	-43.593	-2.541	6.519
Si	-40.907	0.191	6.485
Si	-38.155	2.917	6.476
Si	-40.886	5.634	6.413
Si	-38.174	-8.044	6.473
Si	-40.844	-5.286	6.5
Si	-38.159	-2.597	6.477
Si	-35.424	0.136	6.472
Si	-32.69	2.836	6.511
Si	-35.437	5.596	6.48
Si	-32.701	-8.011	6.463
Si	-35.427	-5.355	6.459
Si	-32.67	-2.622	6.461
Si	-29.916	0.088	6.481
Si	-27.197	2.764	6.523
Si	-29.945	5.546	6.519
Si	-27.22	-8.08	6.584
Si	-29.946	-5.347	6.485
Si	-27.202	-2.631	6.491
Si	-24.492	0.063	6.497
Si	-21.764	2.748	6.579
Si	-24.473	5.494	6.586
Si	-21.742	-8.11	6.686
Si	-24.485	-5.367	6.566
Si	-21.749	-2.638	6.586
Si	-19.04	0.024	6.594
Si	-16.313	2.73	6.699
Si	-19.033	5.462	6.678
Si	-16.267	-8.112	6.674
Si	-18.996	-5.366	6.646
Si	-16.339	-2.68	6.665
Si	-13.593	0.009	6.694
Si	-10.881	2.737	6.713
Si	-13.561	5.449	6.712
Si	-10.871	-8.19	6.776
Si	-13.591	-5.45	6.725
Si	-10.878	-2.741	6.724
Si	-8.148	0.001	6.782
Si	-5.435	2.704	6.836
Si	-8.169	5.451	6.768
Si	-5.462	-8.187	6.793
Si	-8.145	-5.459	6.752
Si	-5.431	-2.723	6.78
Si	-2.7	-0.047	6.811
Si	0.009	2.643	6.865
Si	-2.712	5.409	6.849
Si	0.053	-8.206	6.858
Si	-2.693	-5.452	6.813
Si	-0.012	-2.779	6.84
Si	1.363	1.27	8.212
Si	4.132	3.966	8.264
Si	1.385	6.705	8.226
Si	4.098	9.377	8.261
Si	1.356	-4.158	8.185
Si	4.085	-1.472	8.241
Si	6.836	1.255	8.292
Si	9.538	3.94	8.331
Si	6.826	6.659	8.304
Si	9.521	9.373	8.355
Si	6.836	-4.216	8.292
Si	9.571	-1.494	8.342
Si	12.275	1.203	8.389
Si	14.967	3.93	8.441
Si	12.249	6.642	8.39
Si	14.958	9.414	8.425
Si	12.232	-4.187	8.392
Si	14.964	-1.469	8.453
Si	17.671	1.253	8.472
Si	20.407	3.975	8.449
Si	17.682	6.682	8.45
Si	20.389	-6.892	8.457
Si	17.685	-4.169	8.432
Si	20.384	-1.435	8.45
Si	23.109	1.279	8.393
Si	25.835	3.983	8.33
Si	23.122	-9.625	8.408
Si	25.87	-6.882	8.373
Si	23.129	-4.144	8.45
Si	25.852	-1.453	8.384
Si	28.581	1.261	8.312
Si	31.324	3.981	8.308
Si	28.574	-9.604	8.3
Si	31.262	-6.844	8.269
Si	28.586	-4.15	8.333
Si	31.306	-1.393	8.334
Si	34.037	1.294	8.36
Si	36.732	4.035	8.363
Si	34.01	-9.591	8.316
Si	36.74	-6.828	8.375
Si	34.003	-4.086	8.334
Si	36.73	-1.353	8.404
Si	39.421	1.356	8.44
Si	42.146	4.093	8.43
Si	39.454	-9.55	8.44
Si	42.138	-6.794	8.463
Si	39.445	-4.062	8.476
Si	42.131	-1.361	8.439
Si	44.836	1.386	8.435
Si	47.581	4.134	8.405
Si	44.864	-9.478	8.473
Si	47.564	-6.791	8.398
Si	44.859	-4.1	8.407
Si	47.615	-1.362	8.372
Si	50.346	1.387	8.335
Si	53.066	4.088	8.297
Si	50.288	-9.471	8.314
Si	53.048	-6.805	8.268
Si	50.333	-4.091	8.349
Si	53.089	-1.384	8.307
Si	55.825	1.336	8.25
Si	58.52	4.052	8.221
Si	55.78	-9.529	8.254
Si	58.494	-6.798	8.215
Si	55.779	-4.067	8.218
Si	58.496	-1.365	8.193
Si	61.209	1.36	8.161
Si	63.963	4.076	8.115
Si	61.254	-9.552	8.16
Si	63.956	-6.851	8.081
Si	61.223	-4.082	8.174
Si	63.958	-1.345	8.119
Si	66.697	1.387	8.055
Si	-61.16	4.103	7.947
Si	66.681	-9.526	8.02
Si	-61.143	-6.788	7.909
Si	66.696	-4.101	7.972
Si	-61.128	-1.338	7.92
Si	-58.417	1.401	7.833
Si	-55.765	4.175	7.788
Si	-58.477	-9.469	7.877
Si	-55.769	-6.7	7.824
Si	-58.405	-4.011	7.874
Si	-55.691	-1.263	7.817
Si	-53.04	1.477	7.813
Si	-50.325	4.228	7.828
Si	-53.047	-9.381	7.77
Si	-50.33	-6.585	7.808
Si	-53.048	-3.93	7.801
Si	-50.347	-1.191	7.837
Si	-47.615	1.547	7.832
Si	-44.89	4.255	7.877
Si	-47.615	-9.329	7.85
Si	-44.905	-6.622	7.841
Si	-47.619	-3.876	7.788
Si	-44.958	-1.162	7.826
Si	-42.227	1.57	7.846
Si	-39.524	4.3	7.802
Si	-42.204	-9.336	7.843
Si	-39.501	-6.66	7.867
Si	-42.206	-3.914	7.86
Si	-39.53	-1.2	7.81
Si	-36.795	1.536	7.79
Si	-34.061	4.247	7.831
Si	-36.804	-9.358	7.853
Si	-34.067	-6.674	7.845
Si	-36.774	-3.959	7.816
Si	-34.035	-1.239	7.793
Si	-31.292	1.473	7.825
Si	-28.555	4.175	7.849
Si	-31.332	-9.369	7.817
Si	-28.608	-6.699	7.882
Si	-31.318	-3.99	7.807
Si	-28.568	-1.282	7.842
Si	-25.824	1.434	7.868
Si	-23.115	4.128	7.926
Si	-25.855	-9.457	7.927
Si	-23.15	-6.739	7.975
Si	-25.854	-3.986	7.889
Si	-23.143	-1.273	7.899
Si	-20.422	1.397	7.95
Si	-17.693	4.102	8.052
Si	-20.395	-9.492	8.032
Si	-17.656	-6.76	8.012
Si	-20.405	-4.018	7.962
Si	-17.714	-1.331	8.002
Si	-14.973	1.361	8.06
Si	-12.234	4.079	8.099
Si	-14.955	-9.502	8.045
Si	-12.266	-6.832	8.104
Si	-14.978	-4.062	8.018
Si	-12.267	-1.377	8.063
Si	-9.542	1.374	8.096
Si	-6.834	4.067	8.142
Si	-9.541	-9.556	8.152
Si	-6.823	-6.838	8.145
Si	-9.524	-4.096	8.106
Si	-6.8	-1.361	8.141
Si	-4.097	1.307	8.182
Si	-1.375	4.008	8.216
Si	-4.106	-9.556	8.178
Si	-1.344	-6.846	8.175
Si	-4.098	-4.11	8.14
Si	-1.374	-1.416	8.176
Si	-0.023	-0.09	9.548
Si	2.714	2.627	9.573
Si	-0.011	5.368	9.58
Si	2.767	8	9.617
Si	0.016	-5.513	9.544
Si	2.683	-2.812	9.581
Si	5.433	-0.108	9.603
Si	8.175	2.596	9.704
Si	5.492	5.286	9.661
Si	8.16	8	9.684
Si	5.457	10.737	9.618
Si	8.202	-2.878	9.667
Si	10.89	-0.144	9.737
Si	13.62	2.537	9.786
Si	10.893	5.246	9.731
Si	13.612	8.006	9.753
Si	10.897	10.719	9.716
Si	13.602	-2.856	9.775
Si	16.325	-0.138	9.829
Si	19.055	2.607	9.801
Si	16.316	5.32	9.787
Si	19.024	8.059	9.81
Si	16.338	10.768	9.775
Si	19.021	-2.803	9.815
Si	21.774	-0.085	9.781
Si	24.476	2.632	9.72
Si	21.76	5.345	9.784
Si	24.473	-8.23	9.708
Si	21.734	-5.499	9.79
Si	24.475	-2.764	9.777
Si	27.209	-0.074	9.702
Si	29.95	2.613	9.645
Si	27.204	5.347	9.653
Si	29.918	-8.204	9.618
Si	27.204	-5.475	9.695
Si	29.921	-2.747	9.661
Si	32.672	-0.06	9.721
Si	35.411	2.653	9.724
Si	32.686	5.342	9.657
Si	35.383	-8.228	9.667
Si	32.611	-5.463	9.616
Si	35.354	-2.731	9.719
Si	38.099	-0.015	9.806
Si	40.795	2.714	9.79
Si	38.092	5.371	9.752
Si	40.779	-8.157	9.812
Si	38.077	-5.458	9.772
Si	40.817	-2.703	9.849
Si	43.475	0.017	9.794
Si	46.199	2.783	9.742
Si	43.49	5.47	9.803
Si	46.235	-8.099	9.825
Si	43.512	-5.414	9.816
Si	46.226	-2.703	9.717
Si	48.974	0.037	9.681
Si	51.702	2.773	9.672
Si	48.954	5.53	9.724
Si	51.689	-8.157	9.65
Si	48.981	-5.457	9.72
Si	51.738	-2.741	9.669
Si	54.478	-0.002	9.624
Si	57.188	2.692	9.619
Si	54.436	5.443	9.65
Si	57.155	-8.162	9.592
Si	54.443	-5.432	9.577
Si	57.178	-2.718	9.565
Si	59.874	-0.004	9.542
Si	62.62	2.702	9.488
Si	59.927	5.402	9.548
Si	62.646	-8.206	9.505
Si	59.891	-5.435	9.56
Si	62.612	-2.702	9.509
Si	65.337	0.032	9.446
Si	68.083	2.747	9.386
Si	65.361	5.436	9.424
Si	68.066	-8.145	9.305
Si	65.34	-5.449	9.364
Si	68.064	-2.714	9.277
Si	-59.76	0.056	9.229
Si	-57.058	2.768	9.166
Si	-59.788	5.462	9.283
Si	-57.076	-8.116	9.2
Si	-59.77	-5.404	9.219
Si	-57.053	-2.612	9.193
Si	-54.36	0.111	9.199
Si	-51.687	2.854	9.173
Si	-54.389	5.539	9.116
Si	-51.67	-8.013	9.105
Si	-54.382	-5.337	9.149
Si	-51.685	-2.577	9.18
Si	-48.97	0.174	9.174
Si	-46.269	2.906	9.224
Si	-48.961	5.596	9.181
Si	-46.255	-7.966	9.217
Si	-48.949	-5.231	9.166
Si	-46.257	-2.57	9.194
Si	-43.592	0.197	9.183
Si	-40.847	2.944	9.184
Si	-43.546	5.638	9.235
Si	-40.887	-7.984	9.252
Si	-43.552	-5.285	9.229
Si	-40.852	-2.547	9.221
Si	-38.165	0.193	9.132
Si	-35.47	2.914	9.15
Si	-38.217	5.66	9.212
Si	-35.455	-7.986	9.219
Si	-38.129	-5.286	9.211
Si	-35.394	-2.586	9.153
Si	-32.674	0.115	9.149
Si	-29.939	2.848	9.185
Si	-32.712	5.645	9.182
Si	-29.984	-8.056	9.229
Si	-32.673	-5.319	9.172
Si	-29.948	-2.664	9.16
Si	-27.197	0.081	9.18
Si	-24.511	2.811	9.259
Si	-27.227	5.514	9.273
Si	-24.519	-8.11	9.32
Si	-27.234	-5.35	9.223
Si	-24.482	-2.638	9.26
Si	-21.833	0.089	9.299
Si	-19.104	2.746	9.367
Si	-21.792	5.451	9.345
Si	-19.031	-8.119	9.363
Si	-21.759	-5.391	9.32
Si	-19.069	-2.689	9.358
Si	-16.376	0.011	9.394
Si	-13.635	2.732	9.429
Si	-16.351	5.495	9.41
Si	-13.634	-8.189	9.468
Si	-16.298	-5.43	9.389
Si	-13.659	-2.722	9.416
Si	-10.917	-0.006	9.414
Si	-8.221	2.733	9.499
Si	-10.9	5.402	9.523
Si	-8.182	-8.209	9.5
Si	-10.913	-5.457	9.446
Si	-8.167	-2.729	9.481
Si	-5.502	-0.013	9.558
Si	-2.758	2.649	9.572
Si	-5.473	5.38	9.529
Si	-2.723	-8.204	9.524
Si	-5.444	-5.491	9.496
Si	-2.778	-2.74	9.503
O	5.764	0.927	-3.243
O	0.204	-2.619	16.834
O	3.94	1.086	18.064
O	0.216	1.621	19.307
O	2.63	5.325	16.63
O	1.051	3.793	17.887
O	4.08	7.112	17.783
O	7.712	-5.73	-3.952
O	4.678	-4.931	-3.463
O	18.049	4.954	-3.886
O	3.962	-3.125	17.367
O	6.568	1.524	-5.645
O	11.259	-7.353	17.709
O	6.314	-2.081	17.846
O	10.492	-3.256	16.887
O	7.973	-0.267	16.9
O	3.369	2.155	-3.404
O	6.619	5.13	19.473
O	8.014	5.142	16.797
O	10.029	6.089	18.116
O	4.061	-7.194	-2.356
O	5.748	-4.688	18.027
O	6.415	3.234	17.767
O	5.483	-6.495	19.999
O	12.201	-1.61	17.955
O	15.963	3.465	-3.095
O	15.343	0.646	17.965
O	9.809	1.433	17.69
O	8.78	0.97	20.052
O	13.599	5.241	16.936
O	15.326	7.179	17.567
O	11.531	-0.956	-6.48
O	11.922	5.113	19.846
O	-2.519	-5.816	-5.77
O	15.121	-4.561	18.424
O	10.393	-7.662	-5.023
O	4.929	-0.273	-6.777
O	2.622	5.952	-6.199
O	2.249	-0.51	16.86
O	6.642	2.778	20.529
O	2.96	5.637	19.745
O	0.347	-0.542	20.845
O	11.209	6.306	-5.69
O	2.802	-5.396	16.628
O	0.748	-3.2	20.424
O	19.505	5.563	20.051
O	11.105	7.504	19.954
O	8.448	-5.346	16.731
O	-1.035	4.376	-3.216
O	8.434	1.252	-3.739
O	-1.213	3.804	19.241
O	5.067	7.124	20.182
O	4.999	0.846	20.512
O	14.124	-5.457	20.844
O	11.84	3.849	-5.98
O	11.125	1.858	-3.384
O	9.448	-6.872	19.674
O	15.209	-1.378	-2.167
O	13.96	-1.348	-5.597
O	16.591	-4.631	-4.053
O	12.773	0.786	18.796
O	14.387	-1.254	19.358
O	16.647	-5.428	20.539
O	14.254	-3.456	-3.345
O	5.689	7.256	-3.33
O	6.811	3.301	-3.709
O	12.824	-7.999	-5.174
O	1.072	0.136	-0.538
O	15.179	-7.099	19.119
O	1.261	-5.836	19.979
O	21.964	-1.921	-3.497
O	3.453	-0.346	-2.845
O	9.276	3.551	-2.811
O	11.145	-0.253	-0.379
O	0.05	-5.953	-5.295
O	3.899	6.729	-1.423
O	1.736	-7.897	-5.582
O	2.219	-2.509	-3.688
O	2.164	-6	-3.725
O	13.323	-5.774	17.04
O	6.965	-3.51	-2.942
O	14.388	3.479	-5.178
O	12.275	-0.362	-3.912
O	10.958	2.343	19.849
O	2.469	0.773	20.266
O	12.118	3.159	17.706
O	3.689	3.067	19.777
O	6.746	-7.441	-6.649
O	9.623	-4.238	-1.189
O	1.279	-7.083	17.689
O	7.297	-3.508	-5.502
O	9.436	-3.72	-3.973
O	17.424	-1.325	-0.859
O	9.016	-5.957	-6.365
O	13.813	2.819	-0.383
O	12.368	7.834	-0.859
O	15.27	-7.71	-5.973
O	14.271	-5.825	-4.483
O	8.127	8.043	-3.523
O	8.665	3.399	19.041
O	11.983	-6.419	20.044
O	17.267	0.259	-2.82
O	9.497	-2.581	-6.461
O	4.269	1.463	-1.111
O	5.896	-0.364	-0.215
O	7.633	5.623	-2.76
O	1.76	1.666	-5.359
O	-0.011	5.501	0.1
O	5.58	5.227	-0.199
O	7.215	6.275	-5.291
O	3.077	-4.861	-1.433
O	0.132	-5.576	-0.441
O	2.415	-2.069	-1.089
O	5.524	-4.562	-0.958
O	6.836	-7.001	17.838
O	4.612	-2.564	-2.398
O	9.441	1.364	-1.354
O	11.862	-1.087	20.425
O	7.299	3.54	-1.134
O	1.026	3.801	-1.383
O	4.244	8.048	-6.264
O	9.672	-6.559	-2.366
O	16.591	-7.537	-2.29
O	8.351	7.959	-0.126
O	7.972	-2.516	-0.203
O	7.127	-6.71	-1.567
O	17.724	-0.777	-5.126
O	12.913	-2.156	-1.217
O	15.707	0.851	-0.895
O	12.43	5.091	-1.226
O	11.504	-5.995	-0.576
O	10.194	6.342	-0.996
O	14.893	7.482	-0.822
O	11.556	-4.714	-2.851
O	0.171	-7.782	-3.427
O	11.603	6.906	-3.18
O	0.171	7.983	19.544
O	14.956	-3.77	-0.917
O	21.228	1.229	-3.976
O	16.699	-1.613	17.8
O	20.571	1.555	18.123
O	17.105	4.606	20.41
O	18.14	4.465	17.971
O	16.405	2.707	16.999
O	20.067	6.786	17.915
O	20.648	8.003	20.272
O	19.239	-5.123	-4.167
O	34.152	2.647	-3.306
O	20.826	-3.731	17.982
O	25.504	-1.325	-5.935
O	29.972	-4.077	-5.847
O	22.68	-1.804	18.001
O	27.294	-2.828	16.924
O	24.465	-0.069	17.054
O	20.25	3.564	-3.868
O	23.049	4.083	17.94
O	24.624	5.411	16.499
O	26.383	6.882	17.633
O	18.974	-6.292	-1.922
O	21.992	-8.245	16.878
O	28.329	3.774	17.598
O	24.772	-3.772	-6.223
O	22.633	-2.117	-6.155
O	28.775	-1.061	18.149
O	31.767	-0.201	19.219
O	30.812	1.654	17.773
O	26.131	1.795	17.871
O	27.869	2.503	19.739
O	29.999	5.488	16.671
O	31.358	7.594	17.38
O	25.44	-6.866	-4.899
O	28.833	-7.732	17.54
O	9.421	5.557	20.654
O	31.35	-4.166	17.728
O	32.176	7.43	-3.264
O	20.423	2.527	-6.274
O	19.636	5.019	-5.965
O	18.868	-0.14	17.088
O	23.204	3.907	20.455
O	22.064	6.022	19.442
O	16.769	-0.337	20.051
O	28.371	5.956	-5.258
O	19.083	-5.596	17.122
O	20.16	-1.824	-5.37
O	29.636	4.541	19.83
O	27.727	-6.66	-3.631
O	22.209	-6.14	19.933
O	13.849	1.77	-3.292
O	22.833	0.115	-2.226
O	13.493	3.044	19.955
O	25.655	6.201	-5.814
O	29.67	-4.597	19.716
O	25.43	2.057	20.377
O	32.708	-0.111	-3.465
O	27.486	-3.051	-6.194
O	30.31	-2.952	-0.072
O	29.047	-0.022	20.733
O	31.784	-4.609	-3.935
O	30.74	1.903	20.426
O	33.303	-1.777	20.494
O	38.983	-1.275	-5.57
O	29.813	-4.05	-2.371
O	18.667	7.394	-2.439
O	23.087	2.56	-2.585
O	29.894	7.166	19.497
O	31.735	5.669	-5.27
O	16.055	1.412	-4.785
O	34.038	1.105	-5.396
O	25.514	3.683	-2.466
O	27.084	0.004	-0.262
O	11.24	-5.136	-5.384
O	20.946	7.284	-1.335
O	21.498	1.856	20.58
O	15.045	-3.65	-5.895
O	18.102	-3.337	-5.756
O	29.778	-5.597	16.44
O	21.381	-5.276	-2.701
O	19.347	0.374	20.139
O	26.837	-0.056	19.58
O	19.17	2.975	19.881
O	23.505	7.709	-5.603
O	25.678	-3.761	-1.354
O	17.452	-7.534	17.883
O	22.948	-6.278	-4.595
O	23.811	-4.279	-3.123
O	31.057	-1.678	-2.25
O	27.103	5.076	19.5
O	29.972	2.561	-0.215
O	28.622	-7.221	-1.177
O	35.674	-6.146	-5.614
O	35.256	5.024	-3.65
O	20.524	-7.542	-3.574
O	60.648	5.049	20.351
O	24.636	5.841	19.354
O	26.598	7.621	20.034
O	33.8	-1.518	-5.394
O	24.405	7.342	-0.524
O	25.909	-4.861	17.615
O	20.836	1.614	-1.332
O	21.753	-0.177	0.251
O	20.505	6.133	-3.749
O	18.666	1.587	-4.605
O	16.292	5.565	0.186
O	21.914	5.335	-0.005
O	23.52	-6.626	-1.116
O	19.352	-3.081	-0.084
O	16.534	-5.682	0.026
O	-30.542	-1.519	-4.626
O	21.488	-5.177	-0.021
O	24.029	-6.752	17.626
O	21.739	-4.054	-4.901
O	25.125	1.53	-1.047
O	-34.774	-3.839	-6.984
O	23.944	3.743	-0.463
O	16.109	6.063	-2.617
O	31.909	5.744	20.512
O	42.42	-6.553	-2.82
O	33.314	-7.344	-1.315
O	-43.228	-6.585	17.624
O	22.847	-2.163	-0.924
O	18.12	-7.852	-0.127
O	30.754	-2.372	20.216
O	28.543	-1.771	-1.382
O	-3.732	7.858	-0.848
O	27.773	3.559	-0.991
O	27.208	-5.402	-0.046
O	26.405	5.734	-0.942
O	31.099	7.544	-0.907
O	28.014	7.253	-2.913
O	14.529	8.004	-3.435
O	27.664	4.769	-3.176
O	16.687	7.093	19.732
O	32.024	-4.602	-1.16
O	38.253	1.52	-3.902
O	35.255	-0.089	16.675
O	36.672	1.541	18.021
O	33.026	2.133	19.29
O	34.369	4.501	17.741
O	32.696	2.829	16.605
O	35.911	6.639	17.743
O	41.824	-7.065	-5.372
O	34.968	-3.841	-4.665
O	54.342	5.361	-0.139
O	36.63	-3.895	17.833
O	41.386	-0.376	-6.118
O	44.621	-7.453	17.812
O	39.467	-2.644	18.019
O	41.465	-5.726	17.136
O	40.396	-0.315	17.947
O	35.885	0.637	-3.754
O	38.975	4.19	18.127
O	40.838	5.577	17.048
O	38.351	3.097	20.374
O	36.376	-5.65	-3.053
O	38.929	-6.084	17.571
O	40.686	-2.693	-7.086
O	37.544	-4.518	20.085
O	45.142	-1.426	18.102
O	46.359	-1.994	20.386
O	46.718	0.375	16.99
O	41.878	1.668	18.285
O	43.622	2.838	16.857
O	46.857	6.492	17.605
O	49.655	-6.131	17.881
O	42.668	7.178	18.037
O	49.707	-7.647	-5.965
O	27.63	-5.547	-5.841
O	47.725	-3.632	17.887
O	44.812	7.363	-1.981
O	40.645	-0.674	-3.621
O	35.424	5.354	-6.285
O	33.914	-1.943	17.91
O	-14.869	2.066	-2.699
O	34.463	6.005	19.884
O	36.013	3.001	-5.075
O	47.008	-7.534	-5.096
O	35.243	-5.594	16.661
O	35.55	-2.801	19.877
O	50.755	4.032	17.911
O	44.679	-4.101	-5.491
O	42.07	-3.34	17.938
O	-48.001	-0.845	17.527
O	32.666	4.835	-2.994
O	40.05	2.068	-2.185
O	40.952	3.208	-0.032
O	-1.145	3.448	-5.724
O	40.033	1.131	20.258
O	49.507	-2.222	16.811
O	44.34	2.256	-5.741
O	45.702	-1.747	-5.97
O	43.462	-7.597	20.115
O	48.287	-1.996	-2.028
O	43.033	0.464	-4.221
O	46.474	-5.1	-4.033
O	50.684	6.027	-5.232
O	51.801	3.826	-5.39
O	53.197	-4.61	-6.517
O	44.073	-4.508	-2.937
O	37.608	5.173	-5.022
O	39.12	6.238	-3.203
O	46.966	4.884	19.694
O	45.924	6.657	-4.155
O	33.44	-1.162	-1.152
O	51.66	5.667	19.908
O	-46.489	-1.294	-1.909
O	50.291	-0.571	-5.692
O	38.005	-0.944	-3.125
O	44.493	2.463	-3.203
O	43.775	-0.22	0.011
O	31.645	-6.079	-6.164
O	35.523	7.994	-0.324
O	37.507	0.569	20.269
O	32.726	-3.705	-6.154
O	35.2	-3.041	-7.154
O	37.542	-4.349	-4.986
O	46.189	-5.533	17.011
O	39.563	-3.064	-3.825
O	48.441	7.607	-3.43
O	45.601	0.331	-4.323
O	45.243	4.481	17.85
O	35.174	-0.237	19.447
O	49.161	4.015	-6.237
O	35.441	2.222	20.238
O	36.583	4.581	19.152
O	33.569	-6.856	18.163
O	38.595	5.664	20.396
O	42.176	-4.838	-6.77
O	49.742	-0.18	-3.223
O	43.763	-2.293	20.193
O	46.431	2.35	-0.128
O	47.296	6.898	-1.166
O	53.412	5.746	-5.684
O	50.232	6.387	-2.293
O	42.26	3.576	-2.329
O	42.193	-0.209	20.058
O	49.764	-5.423	20.334
O	47.845	-0.908	-4.852
O	43.987	-5.964	-0.753
O	39.536	3.823	-4.003
O	37.051	1.065	-1.52
O	38.53	-0.445	-0.171
O	-40.544	5.465	-6.066
O	33.287	3.699	-6.263
O	32.627	5.499	-0.167
O	37.895	6.837	-0.94
O	37.359	-4.178	-1.146
O	31.043	-6.615	-2.472
O	35.377	-2.755	-0.303
O	38.953	-5.392	-3.017
O	64.377	-6.532	18.854
O	42.243	1.275	-1.096
O	48.744	1.55	-5.074
O	38.947	4.542	-1.04
O	34.514	4.119	-1.246
O	35.589	7.906	-6.847
O	22.563	-3.57	20.081
O	49.775	-7.519	-1.294
O	40.728	6.436	-1.2
O	40.554	-2.483	-0.221
O	38.17	-6.577	-0.906
O	47.984	6.155	-5.507
O	45.88	-1.528	-0.809
O	48.501	0.28	-0.106
O	44.595	3.998	-1.09
O	55.633	5.586	19.824
O	40.503	-7.743	-0.046
O	45.947	-7.616	-0.073
O	44.306	-6.499	-4.607
O	-53.244	0.453	-4.594
O	44.032	5.123	-3.353
O	30.834	-6.694	18.885
O	46.781	-3.884	-1.202
O	54.232	0.478	-2.916
O	-35.152	-1.411	-2.849
O	53.325	1.668	17.656
O	53.133	2.177	-6.969
O	53.722	6.041	17.925
O	48.817	2.427	16.964
O	54.757	-8.112	16.91
O	-19.911	7.748	-0.851
O	50.844	-7.654	-3.627
O	66.054	3.773	-1.788
O	48.672	-7.825	19.558
O	53.4	-3.3	17.572
O	61.149	-7.115	17.53
O	55.416	-1.698	17.84
O	60.111	-2.733	16.761
O	57.123	-0.079	16.749
O	52.496	1.88	-1.558
O	55.54	4.115	17.59
O	57.364	5.578	16.587
O	59.211	7.473	17.063
O	-26.345	4.302	17.647
O	58.521	-4.527	17.645
O	58.279	5.838	19.543
O	55.081	-6.358	20.047
O	55.072	0.772	-6.242
O	61.966	-1.038	17.672
O	63.199	-4.448	19.868
O	66.579	-0.751	19.844
O	57.946	2.008	17.921
O	-15.273	6.525	-2.73
O	62.687	5.5	16.849
O	66.404	-7.27	17.383
O	62.867	-0.318	-6.924
O	63.633	-4.362	-5.104
O	49.536	4.032	20.272
O	64.227	-1.576	19.044
O	61.112	-3.725	-4.439
O	57.65	-0.524	-6.132
O	52.979	1.412	20.184
O	51.562	-0.199	16.813
O	57.144	3.5	19.973
O	53.495	-1.719	19.693
O	61.208	-5.108	-6.573
O	51.851	-5.236	16.863
O	50.717	1.888	-6.589
O	67.73	4.265	17.198
O	56.334	-3.661	-5.83
O	-54.252	-2.527	-6.747
O	56.569	-6.272	17.527
O	-42.358	-1.639	-1.365
O	57.434	0.201	-3.521
O	47.558	2.43	20.559
O	47.338	-5.683	19.362
O	55.476	1.642	19.126
O	61.901	-2.125	20.07
O	57.762	1.057	20.34
O	61.595	0.857	-2.983
O	58.919	-3.949	-5.866
O	62.998	-3.448	-2.735
O	60.74	-0.324	-5.222
O	-35.238	-8.031	-0.239
O	64.688	5.821	-6.18
O	-62.265	3.877	-3.022
O	-60.896	-5.118	-6.535
O	63.421	-0.917	-2.198
O	55.954	6.102	-5.593
O	54.347	3.037	-3.12
O	62.479	7.52	-2.791
O	62.726	5.04	-2.121
O	50.509	-1.195	-0.944
O	64.639	-4.157	17.666
O	-29.856	2.869	-0.687
O	66.539	1.987	-3.814
O	53.147	-1.852	-2.512
O	57.033	2.767	-3.411
O	59.792	-0.107	-0.261
O	48.861	-6.035	-3.994
O	52.427	6.725	-1.05
O	17.731	-5.978	-6.016
O	-24.471	-2.65	-0.709
O	51.354	-2.938	-5.692
O	51.109	-5.552	-5.297
O	62.769	-5.453	16.478
O	57.301	-4.676	-3.664
O	61.334	3.815	-3.983
O	61.81	1.917	-5.443
O	60.753	3.946	17.906
O	55.086	3.581	-6.062
O	53.779	3.721	19.324
O	59.375	-7.056	-6.119
O	59.508	-5.778	-3.734
O	48.981	7.825	16.979
O	57.888	-2.241	-4.188
O	65.998	-0.545	-3.952
O	60.498	7.396	19.263
O	60.837	3.584	-1.349
O	59.606	5.44	-0.145
O	65.755	-2.875	-5.221
O	-5.36	3.746	-5.882
O	56.522	7.599	-3.441
O	59.425	1.733	-4.044
O	59.917	2.565	20.173
O	65.157	0.922	-5.96
O	58.815	-6.921	18.732
O	62.877	-1.844	-4.845
O	-60.11	2.248	-6.432
O	53.613	-0.166	-0.457
O	55.562	-1.368	-1.521
O	55.911	5.105	-3.186
O	53.292	7.965	20
O	51.133	4.324	-1.033
O	27.452	-8.125	-5.934
O	-21.514	-4.613	-3.481
O	52.328	-4.005	-1.284
O	48.654	-5.458	-0.202
O	50.707	-2.72	-2.971
O	57.751	-6.777	-2.078
O	57.292	-5.1	19.825
O	52.779	-4.086	-3.888
O	58.361	1.621	-1.51
O	63.792	3.747	-4.857
O	56.001	3.521	-1.105
O	48.943	5.33	-0.016
O	49.326	6.026	18.765
O	58.197	5.747	-4.427
O	66.23	-6.821	-1.644
O	55.615	-7.728	-1.124
O	58.821	-4.552	-1.405
O	-60.98	0.654	-1.606
O	62.684	0.444	19.664
O	61.252	-2.001	-1.249
O	63.474	1.442	-1.155
O	-47.532	-4.612	-3.334
O	61.336	-6.667	-1.645
O	57.788	7.057	-1.213
O	62.531	-8.225	-0.062
O	61.106	-2.444	-6.664
O	46.713	-7.102	-2.495
O	60.255	5.757	-2.846
O	51.056	7.925	18.793
O	63.542	-2.816	-0.372
O	-59.972	0.679	-4.067
O	66.333	-1.693	17.401
O	-60.533	1.408	17.501
O	65.944	7.813	19.642
O	65.686	2.703	16.626
O	-60.846	6.358	17.447
O	67.444	-6.622	20.7
O	-59.927	-6.322	-4.353
O	-48.512	2.044	-5.856
O	-60.467	-3.851	17.517
O	-59.263	-3.205	19.874
O	-53.53	-6.931	17.375
O	-58.508	-2.153	17.475
O	-54.424	-2.661	15.837
O	-56.975	-0.174	16.56
O	67.934	2.498	-0.594
O	-58.258	3.986	17.684
O	-57.016	5.737	16.356
O	-55.401	7.585	17.271
O	-62.461	-6.33	-4.871
O	-58.107	-4.73	18.346
O	-55.709	4.256	18.454
O	-59.465	-8.041	16.386
O	-58.123	0.479	-5.816
O	-50.546	-0.759	17.998
O	-26.384	-1.027	-1.63
O	-48.725	3.178	16.126
O	-54.941	1.19	17.474
O	-54.211	2.412	19.614
O	-51.579	5.548	16.523
O	-49.919	7.196	17.563
O	-52.242	-3.899	-5.813
O	-50.956	3.09	19.863
O	65.889	-5.417	-5.99
O	-49.692	-3.787	17.154
O	-51.928	7.309	-5.373
O	-60.582	-0.237	-6.522
O	-61.696	7.183	-6.569
O	-62.422	-0.04	16.519
O	-57.422	3.081	20.014
O	-62.02	5.165	19.472
O	-60.886	4.684	-6.305
O	-32.974	0.361	-0.761
O	-62.342	-5.482	16.648
O	-52.923	-1.159	-2.361
O	-48.014	7.117	19.311
O	-56.1	-3.564	-5.177
O	-56.751	-1.574	-6.875
O	-55.93	-6.392	18.494
O	61.618	-6.955	-4.346
O	-55.442	0.518	-6.241
O	64.742	2.098	20.277
O	-59.928	6.483	19.962
O	-55.642	4.611	-7.089
O	-49.376	-1.9	-6.548
O	-54.001	2.664	-6.061
O	-51.367	-1.392	-4.674
O	-54.46	-7.977	19.68
O	-20.401	6.927	-3.281
O	-53.817	-5.692	20.841
O	-49.515	-6.374	-2.779
O	-52.874	-1.591	17.383
O	-51.895	-1.927	19.86
O	-46.36	0.528	-6.559
O	-50.115	-4.526	-4.437
O	-59.338	6.701	-5.533
O	-57.533	3.248	-3.663
O	-46.633	4.885	19.03
O	-51.653	4.878	-4.12
O	65.421	-0.269	-0.3
O	-50.161	-5.329	19.201
O	67.851	-1.365	-5.593
O	-48.476	0.665	-3.57
O	-60.727	-1.636	-3.06
O	-54.452	0.348	-0.939
O	-34.957	0.339	-4.725
O	-61.606	6.227	-1.766
O	-59.708	1.828	19.951
O	66.654	-7.801	-6.656
O	65.875	-4.628	19.948
O	67.447	-2.582	-3.279
O	-51.711	-5.289	16.376
O	64.335	7.409	17.613
O	-55.181	4.188	-3
O	-22.732	-7.366	-5.744
O	-53.276	4.077	17.739
O	-61.499	-0.013	19.607
O	-52.8	0.4	18.957
O	-62.164	2.539	19.162
O	-57.483	5.738	19.56
O	-54.901	-4.231	-1.761
O	-40.835	5.803	19.43
O	-58.069	-8.046	20.286
O	-56.327	-6.011	-6.064
O	-51.059	0.449	-2.931
O	-53.915	4.788	20.377
O	-51.724	3.041	-0.752
O	-51.582	-8.222	-0.761
O	-45.207	-8.195	-4.678
O	-47.028	6.392	-4.327
O	-57.882	-7.909	-4.108
O	-55.371	1.771	-3.989
O	-55.278	-0.026	19.815
O	-50.28	-7.911	19.914
O	-46.76	-2.167	-6.944
O	-57.536	-5.321	-3.805
O	-55.903	-4.203	17.14
O	-62.027	7.845	19.188
O	-58.706	-0.602	-1.888
O	-38.695	-1.348	-6.33
O	66.241	4.452	-4.444
O	64.444	6.696	-1.145
O	-59.819	5.438	-0.225
O	-56.749	6.696	-5.821
O	67.49	-2.342	-0.402
O	64.999	-5.112	-0.286
O	-58.86	-6.618	-1.953
O	-57.39	-6.267	16.433
O	-61.576	6.128	-4.26
O	-56.243	2.138	-1.599
O	-50.77	3.253	-5.991
O	-57.748	5.893	-3.554
O	64.475	6.136	-3.706
O	66.173	4.026	19.223
O	-51.854	-6.408	-5.229
O	-47.587	-7.548	-1.421
O	-57.161	-8.168	-0.735
O	-57.072	-2.594	-1.04
O	-54.931	-5.666	-3.895
O	-17.693	-7.895	-7.094
O	-46.291	-2.09	20.318
O	-49.489	1.701	-1.366
O	-55.454	6.449	-1.638
O	-52.6	-4.67	-3.335
O	-53.298	5.007	-1.397
O	-53.499	-6.504	-1.739
O	-18.159	-4.069	-1.51
O	65.812	-7.363	-4.189
O	-53.72	6.352	-3.602
O	-14.187	-2.265	-4.026
O	-48.673	-5.396	-0.401
O	-42.05	-0.236	-5.731
O	52.397	1.666	-4.331
O	-44.235	1.695	17.211
O	-46.505	2.37	18.135
O	-46.732	5.252	16.311
O	-31.201	6.533	-3.288
O	-45.738	7.035	17.78
O	-40.285	7.366	-1.767
O	40.336	-4.778	19.294
O	-31.627	4.714	-1.45
O	-44.604	-3.302	17.278
O	-43.831	-2.054	19.424
O	-38.199	-6.501	17.149
O	-42.351	-1.912	17.277
O	-37.869	-2.155	16.298
O	-40.771	0.151	16.551
O	-46.852	2.697	-3.811
O	-42.249	4.137	17.85
O	-40.916	5.656	16.255
O	-39.318	7.128	17.616
O	-45.367	-6.257	-2.869
O	-42.603	-4.249	18.676
O	-18.246	-4.188	-4.265
O	-10.445	-0.299	-0.395
O	-39.883	0.965	-4.58
O	-36.372	0.087	16.82
O	-34.856	-1.492	18.072
O	-33.845	0.868	17.025
O	-39.086	2.097	17.312
O	-38.934	4.634	18.173
O	-35.385	5.604	16.37
O	-33.635	7.516	17.007
O	-13.616	1.062	20.112
O	-38.331	6.556	19.999
O	-49.794	-7.658	-6.259
O	-33.751	-3.975	17.368
O	-38.166	-5.581	-3.482
O	-39.446	-7.549	20.694
O	-43.14	5.892	-5.731
O	-46.122	0.231	16.204
O	-41.776	3.531	20.442
O	-45.592	6.854	20.372
O	-42.419	3.558	-6.704
O	-36.47	6.529	-6.098
O	-46.214	-5.178	16.352
O	-48.801	-1.538	19.872
O	-31.726	6.052	18.088
O	0.874	1.162	-2.97
O	-44.426	-1.032	-6.573
O	-40.805	-5.93	16.993
O	-49.6	2.977	-3.707
O	-31.172	1.62	19.234
O	-48.784	3.495	18.762
O	-41.876	-5.979	-5.72
O	-38.694	7.344	-5.224
O	-35.797	-3.895	18.893
O	-36.209	7.616	-3.826
O	9.178	4.682	-6.008
O	-13.839	5.314	16.588
O	-36.289	-2.357	-0.815
O	-36.566	-5.004	-5.478
O	-33.457	-5.097	-5.145
O	-35.253	0.868	19.15
O	-34.58	-2.172	20.533
O	-31.996	-0.361	-6.356
O	-36.32	-3.76	-3.144
O	-43.064	-7.361	-3.749
O	-17.52	-3.413	-6.77
O	-34.159	5.93	19.054
O	-33.927	6.187	-6.837
O	-49.025	-0.802	-1.495
O	-34.11	-6	18.938
O	-47.857	-3.877	18.984
O	-30.314	3.762	-3.504
O	-45.264	0.64	-3.329
O	-38.364	-0.841	-3.615
O	-37.893	-0.173	-0.632
O	-47.239	-8.223	-6.485
O	-44.714	7.688	-2.031
O	-4.799	-3.148	-5.992
O	-46.968	2.761	20.618
O	-46.391	-1.279	-4.616
O	31.617	0.726	-1.207
O	-35.739	-5.624	16.895
O	-42.317	-3.475	-3.156
O	-34.938	2.76	-3.741
O	31.679	0.183	-5.875
O	-36.862	3.519	17.103
O	-45.401	0.055	19.002
O	-37.688	2.813	19.461
O	-44.506	2.39	19.825
O	-43.383	5.538	19.787
O	-38.199	-4.411	-1.03
O	-48.317	-6.08	17.487
O	-42.956	-2.771	-5.511
O	17.732	4.22	-1.367
O	-31.553	2.063	-5.188
O	40.527	-7.405	19.095
O	-35.052	2.347	-0.746
O	-36.942	3.71	-1.863
O	-28.806	-7.298	-5.598
O	-2.165	-2.239	-3.517
O	-40.57	-6.871	-3.541
O	-37.972	0.479	20.535
O	-49.126	7.248	-2.993
O	-32.145	-3.067	-6.276
O	-36.459	-1.708	-5.194
O	-4.646	-5.95	-1.22
O	-45.607	2.301	-1.412
O	-17.918	6.409	-4.196
O	-41.886	4.051	-4.248
O	-31.541	-7.744	-1.508
O	-49.564	6.042	-0.648
O	-43.567	5.633	-0.898
O	-41.206	7.818	-5.344
O	-45.651	-3.956	-1.616
O	-7.521	-5.968	19.633
O	-0.649	-1.032	-1.914
O	-43.57	-5.173	-0.608
O	63.756	-6.552	-2.711
O	-44.217	-1.715	-3.354
O	-39.318	1.263	-2.06
O	-34.146	3.701	-5.957
O	-42.248	3.454	-1.765
O	-47.956	4.967	-2.237
O	-43.256	-7.857	-6.7
O	-39.363	-6.6	-1.331
O	-27.224	-2.923	19.708
O	46.064	-2.142	-3.34
O	-40.158	-2.906	-1.655
O	-41.961	-7.039	-1.352
O	-36.922	-1.703	19.783
O	-26.384	-4.11	-3.716
O	-32.705	4.354	-3.83
O	57.143	-2.87	-0.324
O	-36.74	-6.509	-1.566
O	-36.355	6.191	-1.769
O	-44.228	-5.78	20.121
O	-38.449	-3.278	-4.592
O	-47.56	-7.362	-4.093
O	-37.745	5.445	-3.82
O	-50.284	5.768	19.841
O	-34.217	-3.663	-1.677
O	-27.128	0.432	-3.747
O	-32.395	-2.109	16.287
O	-29.248	1.977	17.257
O	-33.252	1.248	20.879
O	-30.206	5.14	16.167
O	-32.382	3.034	16.317
O	-28.734	6.968	17.513
O	-24.702	-5.734	-5.006
O	-28.915	-4.859	-4.423
O	-14.16	4.336	-3.917
O	-27.898	-3.786	17.339
O	-50.591	2.019	17.417
O	-21.824	-6.88	16.932
O	-21.357	-7.631	19.351
O	-22.189	-3.08	16.496
O	-24.683	0.025	16.588
O	-49.208	5.217	-4.715
O	61.922	4.305	-6.563
O	-24.576	5.645	16.44
O	-23.082	7.385	17.685
O	-30.067	-7.281	-3.457
O	-25.51	-4.432	18.5
O	-24.686	5.118	19.661
O	-26.101	-6.505	19.989
O	-25.557	0.903	-5.74
O	-20.581	-1.398	17.699
O	-19.011	0.24	19.276
O	-17.632	2.118	17.198
O	-23.089	1.961	17.41
O	-21.769	2.09	19.658
O	-19.14	5.33	16.742
O	-17.113	6.773	17.65
O	-19.591	-1.77	-6.905
O	-19.858	6.496	-5.831
O	-22.376	4.87	20.896
O	-17.956	-3.958	17.83
O	-19.108	-7.621	-4.842
O	-29.533	-2.645	20.816
O	-29.081	6.341	-6.239
O	-30.359	-0.117	16.332
O	-26.648	3.619	20.1
O	-27.009	7.91	-6.853
O	-29.061	3.75	-7.084
O	-1.803	6.348	18.768
O	-29.863	-5.241	16.493
O	-32.066	-2.724	20.815
O	-15.253	5.621	19.248
O	-21.594	-2.946	-5.498
O	-9.694	4.05	20.573
O	-23.734	-6.546	18.796
O	-34.963	5.398	-3.926
O	-26.232	3.002	-4.11
O	-34.193	3.295	19.545
O	-20.598	0.398	-3.26
O	-19.643	-5.537	19.42
O	-20.883	4.342	-6.652
O	-34.036	-2.352	-4.912
O	-16.193	-2.357	16.687
O	-19.62	-1.736	-4.263
O	-21.386	-0.343	-5.651
O	-16.177	-5.014	-2.881
O	-18.624	-0.145	16.632
O	-18.039	-1.581	20.801
O	-13.595	-3.674	20.359
O	-9.867	0.914	-5.714
O	-27.312	7.141	-4.417
O	-9.915	-1.394	-7.046
O	-17.723	5.985	20.077
O	45.337	-3.938	18.954
O	-39.204	-3.975	17.286
O	-17.5	-6.482	18.355
O	-19.505	-5.67	16.796
O	-28.838	-1.12	-2.635
O	-23.828	3.629	-3.301
O	-21.636	-0.015	-0.466
O	-41.097	-1.091	-3.491
O	-28.395	7.958	-1.299
O	-28.605	1.865	19.683
O	-32.683	-7.276	-6.607
O	-30.364	0.913	-3.253
O	-31.007	-5.805	-5.379
O	-3.656	-0.96	-7.088
O	26.09	-7.491	-1.767
O	-18.986	4.053	-4.699
O	-20.256	1.962	-5.489
O	-21.087	3.729	17.57
O	-28.393	-7.756	19.622
O	-20.606	1.223	17.48
O	-30.14	3.937	18.707
O	-27.139	6.172	19.413
O	-23.106	-4.711	-1.479
O	-31.709	-6.371	17.852
O	-25.556	-3.366	-6.04
O	-23.828	-3.435	-4.093
O	-15.747	-0.258	-3.188
O	-31.351	-1.214	-2.036
O	-18.995	2.964	-0.566
O	-2.453	5.77	-4.951
O	-13.351	7.558	-4.272
O	-24.777	8.006	-4.326
O	-22.513	1.723	-4.357
O	-23.985	2.802	20.865
O	-13.213	-4.722	-1.718
O	-23.018	-6.737	-3.2
O	-21.879	-1.998	-3.044
O	-24.246	-5.153	16.199
O	-27.976	1.074	-1.382
O	7.395	-0.878	-6.087
O	-25.525	5.584	-3.401
O	-28.931	2.159	-5.062
O	-33.972	6.954	-1.972
O	-27.184	5.656	-0.633
O	-25.433	6.054	-5.971
O	-27.558	-5.9	-0.446
O	-32.713	-5.492	-0.68
O	59.457	7.967	-3.885
O	-27.624	-6.346	-3.005
O	-25.93	-6.749	17.36
O	-28.378	-4.005	-1.939
O	-22.833	1.904	-1.629
O	-16.869	4.703	-6.062
O	-25.767	3.71	-1.585
O	42.029	-4.354	-1.278
O	-32.142	4.794	20.252
O	-14.102	-0.298	16.732
O	-14.904	-7.542	-1.312
O	-23.98	-8.038	-0.191
O	12.695	1.542	-5.589
O	-25.876	-7.388	-1.494
O	-18.64	3.082	-7.121
O	-19.777	-1.472	-1.533
O	-17.32	1.471	-1.767
O	-20.284	5.082	-1.395
O	-21.054	-6.319	-1.438
O	-22.288	6.694	-1.359
O	-17.281	7.616	-1.407
O	4.925	-3.118	19.925
O	-50.594	0.5	-6.285
O	30.147	5.729	-3.255
O	-32.719	-8.195	19.387
O	-36.274	2.257	-5.995
O	-10.386	0.799	-3.186
O	52.358	5.288	-3.28
O	-12.526	1.577	17.744
O	-15.966	1.506	19.111
O	64.056	1.177	-3.666
O	-15.626	3.616	17.541
O	-12.166	6.974	17.649
O	-8.768	-5.85	-4.318
O	-11.595	-4.775	-3.768
O	1.366	3.737	-3.858
O	-11.827	-3.781	17.51
O	-11.15	-2.979	19.886
O	-4.506	-8.132	17.394
O	-9.866	-2.109	17.653
O	-5.856	-3.101	16.661
O	-8.443	-0.222	16.586
O	-12.421	2.406	-3.677
O	-9.836	4.209	17.937
O	-8.247	5.592	16.52
O	-6.978	7.67	17.607
O	-12.231	-7.018	-2.613
O	-9.529	-4.528	18.725
O	-7.896	5.447	19.326
O	-9.774	-6.715	20.329
O	-9.632	3.122	-4.155
O	-4.531	-1.168	17.764
O	-3.263	-0.288	19.816
O	-0.792	2.338	17.04
O	-7.001	1.441	17.722
O	-6.085	3.608	18.709
O	-2.437	5.556	16.24
O	-0.227	7.041	16.956
O	-1.607	-2.488	-5.983
O	-3.006	5.118	20.622
O	-18.781	-5.588	-6.434
O	-1.212	-4.645	17.858
O	-4.061	-7.625	-7.045
O	-5.553	-7.518	19.738
O	-13.59	5.993	-6.39
O	-28.271	-5.164	20.699
O	-49.809	-3.859	-1.976
O	-12.831	6.013	20.084
O	-15.601	-0.555	20.728
O	-5.006	6.331	-5.423
O	-13.578	-5.413	16.562
O	-16.09	-3.246	20.574
O	2.76	-8.007	19.725
O	41.073	-2.487	20.212
O	-7.888	-5.212	16.554
O	-3.498	4.312	18.075
O	-16.657	4.361	-3.368
O	-7.885	1.208	-3.9
O	-17.657	3.505	19.368
O	-12.049	-7.814	19.688
O	-7.004	5.568	-6.921
O	-2.328	-5.989	19.874
O	26.127	-3.308	-4.018
O	-2.242	-0.088	-5.064
O	-29.799	6.293	19.815
O	-1.393	-3.563	-1.363
O	-44.886	-4.082	-4.123
O	43.31	-2.432	-6.745
O	-2.427	0.296	17.331
O	-1.682	-2.161	20.622
O	2.603	-0.957	-5.702
O	-4.908	-4.389	-3.425
O	-10.82	7.438	-3.832
O	11.864	-2.776	-4.641
O	-32.573	-7.475	-3.997
O	-15.415	0.303	-0.66
O	-1.606	-7.39	17.896
O	-15.391	-5.644	19.751
O	0.122	-1.136	-4.561
O	-12.86	-0.136	-3.339
O	-7.339	3.663	-3.056
O	-5.203	-0.027	-0.474
O	-16.325	-5.496	-5.422
O	-12.449	6.888	-1.774
O	-11.239	2.06	19.937
O	35.089	-5.384	19.669
O	-32.118	-5.975	20.637
O	-14.043	-5.82	-4.073
O	-3.459	-5.759	17.33
O	-9.237	-3.482	-3.399
O	-3.273	3.341	-4.317
O	-4.35	1.317	-5.822
O	-5.079	-5.799	-5.523
O	55.526	-1.165	-4.664
O	-4.521	1.473	18.418
O	-13.365	3.583	19.267
O	-10.341	6.38	19.437
O	-6.514	-4.044	-1.423
O	-15.124	-7.176	17.599
O	-9.389	-3.787	-5.926
O	-6.995	-3.986	-4.895
O	60.593	6.275	-5.504
O	55.12	-3.746	19.49
O	-2.728	2.965	-0.249
O	-9.222	-6.388	-1.728
O	3.225	7.158	-3.944
O	-37.279	1.467	-3.774
O	-8.305	-8.254	-3.422
O	-5.406	2.109	-3.654
O	-6.444	1.388	20.257
O	-2.735	7.772	20.744
O	0.99	-2.987	-6.098
O	-4.198	5.093	-0.897
O	52.958	-0.771	-5.51
O	-12.199	1.388	-1.318
O	-8.316	-2.395	-0.439
O	-9.118	5.59	-3.228
O	-14.471	2.059	-5.262
O	-16.374	5.541	-0.177
O	-10.832	5.401	-0.419
O	-8.983	6.731	-5.593
O	37.834	-8.215	16.788
O	-16.267	-5.495	-0.298
O	-14.526	-1.981	-1.485
O	-11.069	-3.469	-1.53
O	-9.355	-6.896	17.751
O	-11.488	-2.215	-3.92
O	-6.909	1.61	-1.474
O	-44.234	3.062	-3.519
O	-9.415	3.586	-1.531
O	-14.671	4.29	-1.452
O	-12.553	-7.873	-6.604
O	-6.723	-6.283	-2.742
O	1.368	-7.86	-1.135
O	-8.052	-8.173	-0.358
O	54.235	-5.589	-0.381
O	-1.097	1.426	-1.323
O	65.632	-4.89	-3.448
O	-3.199	-1.664	-1.166
O	44.941	6.676	19.321
O	23.992	-8.222	-3.105
O	-26.053	-1.993	17.488
O	-6.103	6.762	-1.298
O	-1.048	7.403	-1.257
O	7.678	-5.04	19.607
O	-16.146	-7.487	-3.602
O	-4.083	6.431	-3.019
O	-16.135	-8.243	19.721
O	24.539	-1.792	-2.786
O	-59.877	4.499	-3.068
O	23.353	-4.271	17.689
O	-24.721	1.118	-3.221
O	-61.152	-4.007	-4.246
O	-57.865	4.314	-1.415
O	40.795	1.72	-4.701
O	-53.433	5.264	-5.963
O	-49.179	0.975	19.31
O	-43.776	0.372	-0.65
O	-39.479	-5.46	19.276
O	54.727	-1.87	-7.018
O	-5.402	6.236	19.016
O	-61.401	-3.842	-1.686
O	28.17	-2.422	20.357
O	14.604	5.407	19.939
O	-41.784	-6.594	19.769
O	62.414	3.101	19.655
O	39.965	-5.213	-5.448
O	-15.148	-8.208	-6.195
O	0.848	6.145	-2.601
O	-16.684	-2.518	-3.01
O	65.014	0.543	17.823
O	-38.766	5.418	-1.257
O	-3.505	-7.975	-4.626
O	40.262	5.689	-5.59
O	24.604	-5.213	19.778
O	43.291	7.5	-4.088
O	-4.182	-2.618	20.827
O	32.468	-4.954	19.784
O	-12.854	-0.982	-5.852
O	-42.204	1.435	-3.59

Results
total energy: -751491.367 eV
total energy less fixed offsets of O -438.25, Si -107.07 eV per atom: 61.913 eV

Forces (eV/angstrom) on atoms 1600 to 1914 of the 3456, counted in the order above; the others are left out for length: element, x, y, z
Si	-0.03	0.002	-0.014
Si	0.019	0.006	0.007
Si	0.01	-0.004	-0.009
Si	0.011	-0.003	0.001
Si	-0.008	-0.006	-0.005
Si	0.007	-0.019	0.018
Si	0.012	0.017	-0.016
Si	0.035	0.011	0.036
Si	0	0.003	0
Si	-0.06	0.013	0.022
Si	-0.009	0.02	0.007
Si	0.025	0	0.043
Si	0.031	-0.01	-0.004
Si	-0.017	-0.015	-0.001
Si	0.023	-0.012	0.07
Si	0.023	0.024	0.016
Si	0.003	-0.002	-0.012
Si	0.012	0.006	-0.011
Si	0.012	-0.001	0.014
Si	-0.056	0.013	-0.011
Si	-0.034	0.011	0.031
Si	0.004	0.032	-0.035
Si	-0.016	0.001	-0.008
Si	0.005	-0.006	-0.02
Si	-0.02	0.028	-0.013
Si	-0.024	-0.013	-0.041
Si	0.023	-0.003	-0.017
Si	0	-0.046	-0.006
Si	-0.008	0.014	0.018
Si	-0.022	-0.037	-0.012
Si	0.003	-0.005	-0.004
Si	-0.035	0.005	-0.041
Si	0.015	0.008	-0.05
Si	0.024	-0.042	-0.031
Si	-0.038	-0.009	-0.01
Si	-0.018	-0.004	0.007
Si	0.065	0.041	-0.023
Si	0.009	0.022	-0.038
Si	-0.018	-0.065	-0.03
Si	-0.049	-0.073	0.05
Si	0.033	0.023	0.025
Si	0.003	0.016	0.044
Si	0.014	-0.013	0.05
Si	-0.021	-0.039	0.1
Si	0.022	-0.05	0.06
Si	0.065	0.035	0.035
Si	-0.01	0.06	0.029
Si	0.032	-0.002	0.045
Si	-0.052	0.018	0.004
Si	-0.011	-0.073	0.02
Si	-0.003	0.051	0.045
Si	-0.002	0.015	0.067
Si	-0.038	0.051	0.019
Si	0	0.007	0.02
Si	-0.085	0.019	0.096
Si	0.114	0.051	0.042
Si	-0.008	-0.032	0.073
Si	0.009	-0.057	-0.523
Si	0.191	0.028	-0.697
Si	-0.151	-0.189	-0.718
Si	0.134	0.153	-0.777
Si	-0.322	-0.078	-0.8
Si	0.137	0.203	-0.782
Si	-0.315	-0.228	-0.708
Si	0.302	0.177	-0.822
Si	-0.291	-0.366	-0.648
Si	0.367	0.161	-0.591
Si	-0.249	-0.16	-0.677
Si	-0.003	0.018	-0.502
Si	0.346	0.102	-0.82
Si	-0.078	-0.098	-0.65
Si	-0.524	-0.35	-0.456
Si	0.128	0.165	-0.614
Si	-0.07	0.058	-0.668
Si	-0.314	-0.102	-0.737
Si	-0.041	-0.073	0.033
Si	-0.139	0.095	0.003
Si	-0.114	0.028	-0.02
Si	0.006	-0.02	0.132
Si	0.114	0.065	0.104
Si	0.103	-0.084	-0.052
Si	0.003	0.045	-0.066
Si	0.067	0.109	-0.021
Si	-0.109	0.077	0.179
Si	-0.141	0.15	-0.028
Si	-0.053	0.167	-0.015
Si	0.002	-0.097	-0.033
Si	-0.009	0.004	-0.18
Si	-0.031	-0.05	-0.182
Si	0.134	0.04	-0.079
Si	0.031	-0.088	-0.027
Si	0.015	0.148	0.015
Si	0.055	-0.042	0.08
Si	-0.127	-0.043	0.138
Si	-0.058	0.025	0.002
Si	-0.098	-0.061	-0.167
Si	-0.044	0.027	0.114
Si	-0.073	-0.071	-0.064
Si	-0.03	-0.005	0.029
Si	0.123	0.047	-0.047
Si	-0.019	0.014	-0.031
Si	0.082	0.132	-0.012
Si	0.003	0.031	-0.042
Si	0.151	0.011	-0.025
Si	0.097	0.051	0.046
Si	0.033	0.193	-0.114
Si	-0.003	0.164	0.266
Si	-0.106	0.008	0.277
Si	0.089	-0.125	0.058
Si	-0.1	-0.074	-0.019
Si	0.063	0.017	0.015
Si	-0.17	-0.049	0.07
Si	0.046	0.003	-0.103
Si	0.05	-0.018	-0.025
Si	-0.042	-0.012	0.102
Si	-0.114	0.071	0.12
Si	-0.139	0.187	0.132
Si	-0.014	-0.076	-0.003
Si	-0.147	0.02	0.247
Si	0.006	0.027	-0.221
Si	-0.084	-0.052	0.05
Si	0.018	0.14	0.02
Si	-0.001	-0.027	-0.039
Si	-0.064	0.035	-0.016
Si	0.033	0.054	0.063
Si	0.079	0.062	0.048
Si	-0.113	-0.151	-0.151
Si	0.114	0.107	-0.032
Si	-0.032	0.085	0.212
Si	-0.037	-0.004	-0.021
Si	0.019	0.009	-0.015
Si	0.017	0.011	0.007
Si	0.007	-0.006	-0.022
Si	-0.003	0.021	-0.028
Si	0.006	-0.02	0.005
Si	-0.006	0.009	0.012
Si	0.014	-0.006	0.011
Si	0.01	0.025	-0.012
Si	-0.011	-0.006	-0.026
Si	-0.001	-0.01	-0.007
Si	-0.027	-0.036	-0.011
Si	0.008	-0.007	-0.02
Si	0.008	0.004	0.003
Si	0.003	0.01	-0.017
Si	0.018	0.012	-0.01
Si	-0.02	-0.012	0.012
Si	-0.021	0.012	-0.03
Si	-0.01	0.021	0.008
Si	-0.019	0.008	-0.012
Si	0.018	-0.013	-0.004
Si	0.012	0.005	-0.018
Si	-0.013	0.011	0.014
Si	0.017	-0.007	0.005
Si	0.005	0.016	0.007
Si	0.004	-0.023	0.001
Si	-0.024	0.015	-0.008
Si	0.007	-0.008	-0.017
Si	0.004	-0.004	0.007
Si	0.002	-0.029	-0.023
Si	-0.024	-0.018	0.003
Si	-0.01	-0.02	-0.021
Si	0.003	-0.022	0.003
Si	0.001	0.009	-0.024
Si	0.008	0.015	-0.018
Si	-0.013	-0.005	-0.01
Si	-0.021	0.011	-0.004
Si	0.001	0.029	-0.018
Si	0.018	0.009	-0.011
Si	-0.002	-0.022	0.002
Si	0.02	0.026	-0.003
Si	0.002	0.001	0.013
Si	0.001	0.034	-0.006
Si	0.013	-0.002	-0.005
Si	0.008	0.011	-0.012
Si	0.027	-0.016	-0.002
Si	0.008	-0.039	0.011
Si	-0.027	0.015	-0.025
Si	0.012	0.014	0.021
Si	-0.006	0.01	0.01
Si	-0.011	0.013	-0.008
Si	-0.006	0.025	-0.042
Si	0.001	-0.041	-0.008
Si	0.017	-0.006	-0.022
Si	0.001	-0.023	-0.001
Si	0.033	-0.023	-0.022
Si	0.004	0.008	0.002
Si	-0.013	-0.019	-0.015
Si	-0.008	0.011	-0.004
Si	0.023	0.012	-0.008
Si	-0.007	-0.009	-0.014
Si	-0.004	-0.001	-0.011
Si	0.022	-0.011	-0.014
Si	0.001	-0.015	-0.012
Si	-0.019	0.012	-0.011
Si	0.028	-0.002	-0.013
Si	0.008	0.011	-0.003
Si	0.004	-0.007	0.008
Si	0.017	0.031	0.007
Si	-0.002	-0.014	-0.004
Si	-0.001	0.028	-0.015
Si	-0.006	0.007	0.027
Si	-0.017	-0.019	-0.009
Si	0	-0.001	0.013
Si	-0.005	0.012	-0.018
Si	0.001	-0.005	-0.006
Si	0.012	-0.039	-0.024
Si	0.021	-0.002	0.02
Si	0.026	-0.017	-0.015
Si	0.012	0.011	-0.011
Si	-0.04	0.001	-0.019
Si	-0.047	0	-0.004
Si	-0.023	0.005	0.006
Si	0	-0.016	0
Si	0.026	0.017	-0.02
Si	0.021	0.002	0.004
Si	0.008	0.001	0.007
Si	0.038	0.018	0.01
Si	-0.02	0.012	-0.012
Si	-0.034	0.005	-0.009
Si	-0.049	0.016	-0.02
Si	0	0.022	-0.031
Si	0.009	-0.008	0.013
Si	0.003	-0.004	-0.018
Si	-0.01	-0.007	-0.007
Si	0.002	-0.012	-0.014
Si	-0.024	0.016	-0.004
Si	0	0.006	-0.002
Si	0.007	0.014	-0.03
Si	0.015	0.027	-0.027
Si	-0.01	-0.009	-0.01
Si	0.036	-0.037	-0.031
Si	0.021	0.022	0.012
Si	0.009	-0.019	-0.001
Si	0.015	0.002	-0.013
Si	0.001	0.014	0
Si	0.013	-0.023	0
Si	-0.021	-0.048	-0.012
Si	-0.008	-0.008	-0.029
Si	0.031	-0.011	-0.022
Si	0.016	-0.01	-0.013
Si	0.018	0.018	-0.007
Si	0.013	0.044	-0.009
Si	-0.009	-0.001	0.012
Si	0.008	0.012	-0.017
Si	0.024	-0.011	-0.025
Si	0.027	-0.008	-0.004
Si	-0.011	-0.015	0.003
Si	-0.012	0.013	-0.003
Si	-0.043	0.001	-0.006
Si	-0.018	-0.017	-0.038
Si	0.038	0.017	-0.008
Si	0.023	0.016	-0.002
Si	0.013	0.012	0.011
Si	-0.018	-0.013	0.008
Si	-0.011	0.041	-0.035
Si	-0.03	0.011	-0.016
Si	0.036	0.017	-0.006
Si	-0.006	-0.017	0.01
Si	-0.003	-0.019	-0.027
Si	-0.007	-0.005	-0.014
Si	0.001	-0.04	-0.009
Si	-0.002	0.016	0.011
Si	0.014	-0.004	-0.003
Si	0.006	0.008	0
Si	-0.016	0.006	-0.024
Si	-0.003	-0.022	0.005
Si	-0.032	-0.037	-0.009
Si	-0.002	-0.026	-0.023
Si	0.022	0.013	-0.038
Si	0.007	0.012	0.015
Si	-0.003	-0.019	-0.017
Si	-0.015	-0.011	0.014
Si	-0.002	0.04	-0.043
Si	0.011	-0.019	-0.01
Si	-0.004	0.016	-0.007
Si	-0.009	-0.014	0.002
Si	0.008	-0.013	0.005
Si	0.002	0.011	0.01
Si	0.005	-0.02	0.001
Si	0.014	-0.006	-0.003
Si	-0.008	-0.02	0
Si	-0.008	0.035	-0.013
Si	-0.002	0.032	-0.007
Si	-0.003	-0.006	-0.009
Si	-0.015	0.016	-0.024
Si	0.018	-0.018	-0.011
Si	0	0.002	-0.006
Si	0.011	-0.02	-0.005
Si	0.026	-0.01	-0.006
Si	0.001	0.002	-0.017
Si	-0.011	0.018	-0.014
Si	0.004	0.002	-0.012
Si	-0.01	0.017	-0.01
Si	0.008	-0.007	-0.002
Si	0.002	-0.013	-0.003
Si	-0.002	-0.003	-0.022
Si	0.022	-0.011	-0.01
Si	-0.007	0.013	-0.004
Si	-0.007	0.012	-0.006
Si	-0.003	0.013	-0.001
Si	-0.005	0.014	-0.018
Si	-0.017	-0.007	0.006
Si	0.025	-0.027	0
Si	-0.009	-0.017	-0.015
Si	-0.001	0.005	-0.004
Si	0.018	-0.008	0.001
Si	-0.01	0.009	0.009
Si	-0.003	-0.006	-0.013
Si	-0.007	0.001	-0.013
Si	0.026	-0.006	-0.018
Si	-0.005	-0.017	-0.014
Si	-0.029	0.027	-0.004
Si	0.019	-0.007	-0.009
Si	-0.006	0.006	-0.007
Si	0.012	-0.023	-0.009
